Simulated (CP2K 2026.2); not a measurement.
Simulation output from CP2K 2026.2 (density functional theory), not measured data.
Periodic cell of 2016 atoms, Si1440O576, from a study of silicon, its oxide and their interface. The atomic structure is a simulated model.
Doubt: the forces sum to 2.52 eV/angstrom along one axis rather than to zero, so they err by at least 0.0013 eV/angstrom per atom on average; the grid cutoff is modest.

Settings: functional PBE; method Gaussian and plane waves; basis set DZVP-MOLOPT-SR-GTH; pseudopotentials GTH-PBE; grid cutoff 300 Ry, relative cutoff 40 Ry; k points Gamma only; occupations fixed; spin none; net charge 0.

Cell vectors (angstrom)
a 65.28 0 0
b 0 16.32 0
c 0.1716 1.0227 33.3008

Atoms and the computed forces on them: element, x, y, z (angstrom), force x, y, z (eV/angstrom)
Si 1.251 -0.999 0.149 0.173 -0.105 0.777
Si 3.937 1.756 0.225 0.264 -0.291 0.78
Si 1.796 4.051 0.285 -0.288 0.13 0.715
Si 4.03 7.179 0.358 0.092 -0.141 0.741
Si 1.717 -7.013 0.255 -0.122 0.184 0.698
Si 4.377 -4.162 0.155 -0.154 0.213 0.731
Si 7.004 -1.246 0.177 -0.188 -0.038 0.689
Si 9.323 1.757 0.16 0.318 -0.324 0.674
Si 7.091 3.967 0.407 -0.076 0.158 0.723
Si 9.993 6.666 0.201 -0.296 0.17 0.669
Si 6.701 9.976 0.062 0.211 -0.299 0.671
Si 10.06 -4.373 0.145 -0.32 0.285 0.708
Si 12.361 -1.209 0.34 0.007 -0.203 0.698
Si 15.239 1.023 0.304 -0.299 0.462 0.605
Si 12.128 4.335 0.251 0.205 -0.272 0.728
Si 15.182 6.505 0.304 -0.088 0.235 0.751
Si 12.312 -6.591 0.325 0.147 -0.253 0.726
Si 15.276 -4.471 0.249 -0.07 0.327 0.739
Si 17.672 -1.08 0.427 0.16 -0.425 0.618
Si 20.446 1.14 0.276 -0.079 0.233 0.716
Si 17.454 4.393 0.347 0.063 -0.241 0.694
Si 20.439 6.514 0.326 -0.1 0.32 0.704
Si 17.525 -6.631 0.223 0.155 -0.248 0.746
Si 20.358 -4.329 0.186 -0.151 0.275 0.629
Si 22.62 -1.066 0.342 0.048 -0.02 0.707
Si 25.794 1.244 0.066 -0.214 0.158 0.75
Si 22.71 4.342 0.294 0.222 -0.145 0.729
Si 25.842 6.767 0.496 -0.218 0.148 0.677
Si 22.699 -6.476 0.188 0.166 -0.204 0.684
Si 26.094 -4.516 0.105 -0.342 0.451 0.632
Si 28.081 -0.951 -0.017 0.151 -0.163 0.73
Si 31.119 1.65 -0.225 -0.022 -0.185 0.729
Si 27.91 4.409 0.186 0.386 -0.286 0.684
Si 31.143 6.531 -0.013 -0.202 0.295 0.684
Si 28.4 -6.668 0.591 0.105 -0.228 0.665
Si 31.375 -4.402 0.083 -0.091 0.147 0.706
Si 34.15 -1.783 -0.048 -0.16 0.243 0.7
Si 36.624 1.284 -0.172 0.035 0.057 0.715
Si 33.556 4.446 -0.107 0.28 -0.255 0.715
Si 37.11 6.381 0.04 -0.067 0.018 0.567
Si 33.458 -6.76 -0.107 0.264 -0.111 0.654
Si 36.385 12.279 -0.089 0.265 -0.276 0.725
Si 39.71 -1.789 -0.11 -0.288 0.26 0.708
Si 41.519 1.851 -0.111 0.13 -0.157 0.66
Si 39.298 4.119 0.311 0.002 0.023 0.331
Si -22.732 6.543 0.207 -0.274 0.043 0.744
Si 39.397 9.214 0.096 0.13 0.035 0.664
Si -23.349 12.233 0.012 0.188 -0.172 0.721
Si -20.236 -1.852 -0.04 -0.093 0.302 0.719
Si -17.521 1.17 -0.167 -0.127 0.075 0.726
Si -20.753 4.176 0.067 0.251 -0.08 0.783
Si -17.849 6.885 -0.062 0.115 -0.255 0.667
Si -20.174 9.036 0.039 -0.055 0.3 0.695
Si -17.904 12.365 0.033 0.195 -0.138 0.725
Si -15.334 -1.096 -0.061 0.106 -0.046 0.78
Si -12.375 1.59 -0.028 0.122 -0.267 0.702
Si -14.599 3.815 0.155 -0.207 0.036 0.768
Si -12.567 6.97 0.082 0.188 0.034 0.673
Si -14.76 9.167 -0.044 -0.097 0.213 0.755
Si -12.004 12.04 -0.171 -0.238 0.06 0.726
Si -9.373 -1.501 -0.076 -0.216 0.146 0.735
Si -7.15 1.468 -0.339 0.313 -0.076 0.653
Si -9.256 3.84 -0.22 -0.109 0.158 0.708
Si -6.367 6.455 0.117 -0.094 0.102 0.793
Si -9.745 -6.49 -0.342 0.14 -0.264 0.717
Si -7.188 -3.77 -0.087 0.345 -0.053 0.74
Si -3.555 -1.468 0.019 -0.257 0.044 0.663
Si -0.941 1.214 0.09 -0.138 0.175 0.752
Si -4.158 4.239 -0.006 0.189 -0.184 0.754
Si -1.268 7.11 0.233 0.047 -0.307 0.688
Si -3.609 -7.129 -0.161 -0.278 0.304 0.735
Si -1.333 -3.686 0.114 -0.009 -0.22 0.673
Si 2.821 0.12 1.483 -0.003 0.008 -0.06
Si 5.54 2.764 1.62 -0.036 -0.019 -0.042
Si 2.909 5.569 1.629 -0.006 -0.002 -0.05
Si 5.65 8.364 1.49 0.03 0.012 -0.072
Si 2.83 -5.338 1.459 0.015 0.004 -0.056
Si 5.551 -2.591 1.451 0.025 -0.007 -0.05
Si 8.33 0.092 1.517 0.02 0.034 -0.028
Si 10.963 2.759 1.519 0.008 -0.022 -0.059
Si 8.319 5.601 1.509 0.008 0.001 -0.059
Si 11.073 -8.133 1.593 -0.004 0.015 -0.045
Si 8.329 -5.342 1.434 0.002 -0.003 -0.031
Si 11.025 -2.708 1.51 -0.025 -0.025 -0.021
Si 13.71 0.015 1.727 -0.014 0.019 -0.043
Si 16.294 2.746 1.541 -0.016 -0.01 -0.048
Si 13.658 5.408 1.658 -0.004 -0.009 -0.047
Si 16.337 -8.18 1.538 -0.022 -0.002 -0.061
Si 13.759 -5.443 1.719 -0.004 0.009 -0.031
Si 16.407 -2.776 1.469 -0.007 -0.02 -0.03
Si 19.08 0.057 1.822 0.032 0.016 -0.052
Si 21.626 2.723 1.567 -0.011 -0.003 -0.036
Si 18.961 5.455 1.753 0 -0.011 -0.033
Si 21.624 -8.127 1.506 0 -0.015 -0.056
Si 18.976 -5.486 1.652 -0.009 0.008 -0.081
Si 21.494 -2.702 1.535 0.016 -0.05 -0.038
Si 24.306 0.066 1.485 0.021 -0.003 -0.042
Si 26.949 2.731 1.472 -0.009 -0.023 -0.036
Si 24.25 5.515 1.622 -0.001 -0.006 -0.038
Si 27.131 -8.172 1.805 -0.005 0.007 -0.024
Si 24.374 -5.427 1.447 0.017 -0.003 -0.041
Si 27.069 -2.676 1.28 -0.003 0.013 -0.027
Si 29.789 0.158 1.177 0.023 0.005 -0.072
Si 32.576 2.747 1.242 -0.017 0.05 -0.08
Si 29.685 5.38 1.4 -0.004 -0.027 -0.036
Si 32.355 -8.223 1.325 -0.004 -0.06 -0.045
Si 29.908 -5.352 1.654 0.065 0.022 -0.008
Si 32.534 -2.788 1.32 0.013 -0.016 -0.052
Si 35.303 -0.116 1.186 -0.023 -0.002 -0.058
Si 37.868 2.629 1.36 -0.018 -0.048 -0.034
Si 35.275 5.415 1.198 -0.028 0.04 -0.02
Si 37.968 8.038 1.483 -0.011 -0.048 -0.083
Si 35.179 10.687 1.169 -0.012 0.001 -0.017
Si 38.041 -2.897 1.166 0.004 -0.013 0.004
Si 40.671 -0.014 1.153 0.007 -0.026 -0.018
Si -22.012 2.682 1.299 -0.012 -0.04 -0.062
Si -24.484 5.493 1.43 0.02 0.02 -0.028
Si -21.627 8.029 1.555 -0.005 0.028 -0.06
Si -24.418 10.601 1.32 -0.038 0.02 -0.049
Si -21.81 -2.887 1.339 -0.007 0.016 -0.046
Si -19.141 -0.053 1.099 0.015 -0.02 -0.057
Si -16.309 2.635 1.254 -0.004 -0.012 -0.074
Si -19.029 5.297 1.244 -0.019 0.011 -0.064
Si -16.312 8.035 1.298 0.003 0.012 -0.062
Si -19.093 10.763 1.252 -0.007 -0.03 -0.027
Si -16.391 -2.698 1.299 -0.014 0.007 -0.043
Si -13.629 -0.016 1.178 -0.009 -0.005 -0.044
Si -10.795 2.751 1.238 0.025 0.01 -0.033
Si -13.595 5.428 1.485 0.016 0.025 -0.047
Si -10.838 8.203 1.082 0.008 0.017 -0.041
Si -13.592 10.849 1.141 0.022 0.002 -0.044
Si -10.891 -2.746 1.212 0.004 -0.024 -0.042
Si -8.178 0.037 1.222 -0.014 -0.005 -0.06
Si -5.446 2.596 1.074 -0.05 -0.002 -0.05
Si -8.093 5.34 1.22 -0.007 -0.017 -0.065
Si -5.262 8.175 1.244 0.028 0.014 -0.065
Si -8.221 -5.43 1.188 -0.02 -0.024 -0.04
Si -5.37 -2.663 1.048 0.002 -0.004 -0.03
Si -2.511 0.059 1.431 0.024 0.001 -0.057
Si 0.159 2.807 1.428 0.013 -0.001 -0.045
Si -2.563 5.439 1.305 0.018 -0.009 -0.051
Si 0.152 8.266 1.633 0.01 -0.01 -0.058
Si -2.592 -5.401 1.164 -0.001 -0.002 -0.039
Si 0.132 -2.558 1.509 0.02 0.012 -0.061
Si 1.466 1.458 2.853 -0.008 -0.012 0.048
Si 4.229 4.172 2.955 0.004 -0.009 0.033
Si 1.47 6.856 2.939 0.005 -0.012 0.033
Si 4.215 9.654 2.852 -0.001 0.004 0.044
Si 1.466 -3.988 2.795 -0.002 -0.004 0.013
Si 4.173 -1.274 2.815 0.003 0.007 0.006
Si 6.915 1.377 2.909 -0.004 -0.018 0.039
Si 9.634 4.168 2.891 0.014 0.018 0.034
Si 6.946 6.94 2.851 -0.043 -0.023 0.015
Si 9.615 -6.758 2.852 -0.016 0.008 0.006
Si 6.955 -3.961 2.803 -0.031 -0.01 0.01
Si 9.659 -1.316 2.857 -0.02 -0.032 0.019
Si 12.297 1.424 2.94 -0.009 0.016 0.014
Si 14.978 4.042 2.996 0.016 -0.012 0.026
Si 12.358 6.83 2.997 0.009 0.01 0.012
Si 15.051 -6.856 3.014 -0.009 -0.045 0.024
Si 12.365 -4.015 2.951 0.008 0.043 0.022
Si 15.083 -1.419 2.946 0.008 -0.046 0.029
Si 17.649 1.455 3.002 -0.003 0.02 0.028
Si 20.322 4.049 3.009 -0.004 -0.018 0.026
Si 17.643 6.866 3.025 0.014 0.033 0.027
Si 20.333 -6.833 2.972 -0.018 -0.048 0.031
Si 17.672 -4.069 2.972 0.003 0.03 0.011
Si 20.343 -1.397 3.086 0.01 -0.01 0.029
Si 23.024 1.403 2.924 0.02 0.018 0.007
Si 25.647 4.088 2.89 -0.01 -0.006 0.019
Si 22.959 6.892 2.963 0.018 0.031 0.026
Si 25.675 -6.751 2.938 -0.011 0.011 0.037
Si 23.012 -4.034 2.809 -0.01 0 0.035
Si 25.699 -1.379 2.743 0.018 -0.014 0.014
Si 28.454 1.398 2.717 0.02 -0.009 0.001
Si 31.149 4.021 2.673 0.009 -0.015 0.049
Si 28.512 6.715 2.962 0.042 0.008 0.027
Si 31.19 -6.865 2.861 0.014 -0.012 0.039
Si 28.443 -3.936 2.794 -0.045 0.012 0.009
Si 31.142 -1.309 2.56 -0.027 0.018 -0.013
Si 33.939 1.306 2.553 0.006 -0.007 -0.004
Si 36.526 4.028 2.668 0.017 0.01 0.013
Si 33.895 6.786 2.598 -0.006 0.008 0.011
Si 36.533 9.438 2.666 0.02 0.032 0.002
Si 33.906 12.116 2.64 0.02 -0.031 0.021
Si 36.691 -1.48 2.561 0.024 -0.001 0.006
Si 39.297 1.237 2.631 0.008 0.022 0.003
Si -23.218 4.041 2.768 0.014 0.02 0.031
Si -25.855 6.789 2.804 0.01 0.021 0.027
Si -23.068 9.404 2.777 -0.026 -0.003 0
Si -25.885 12.051 2.566 0.018 0.017 0.029
Si -23.178 -1.37 2.549 -0.026 0 0.012
Si -20.526 1.275 2.507 0.037 0.012 0.005
Si -17.681 3.973 2.61 0.017 0.002 0
Si -20.283 6.618 2.777 0.021 -0.038 0.047
Si -17.675 9.448 2.613 0.002 -0.005 0.025
Si -20.441 12.093 2.676 0.014 0.001 0.015
Si -17.79 -1.351 2.609 -0.01 0.017 0.036
Si -14.947 1.305 2.627 0.005 -0.017 0.04
Si -12.128 4.077 2.674 0.008 -0.023 0.026
Si -15.029 6.727 2.75 -0.005 0.014 0.032
Si -12.211 9.508 2.542 -0.008 0.012 0.011
Si -14.954 12.214 2.533 -0.005 -0.01 0.002
Si -12.279 -1.395 2.535 -0.005 0.026 0.008
Si -9.511 1.358 2.619 -0.015 -0.014 0.017
Si -6.746 3.963 2.571 0.044 0 0.035
Si -9.478 6.809 2.471 -0.022 -0.016 0.004
Si -6.749 -6.78 2.495 0.011 0.008 -0.015
Si -9.54 12.227 2.609 0.004 -0.008 0.022
Si -6.714 -1.325 2.503 -0.004 -0.016 0.013
Si -4.053 1.384 2.584 -0.001 0.031 0.005
Si -1.27 4.115 2.734 0.012 0.019 0.022
Si -3.946 6.814 2.665 -0.029 -0.003 0.028
Si -1.301 -6.644 2.754 -0.038 0.011 0.015
Si -4.049 -4.057 2.495 0.02 0.017 0.015
Si -1.243 -1.269 2.869 -0.007 0.005 0.043
Si 0.109 0.086 4.198 0.003 0.008 0
Si 2.82 2.793 4.23 -0.001 -0.009 -0.009
Si 0.056 5.458 4.164 0.015 -0.018 -0.003
Si 2.856 8.256 4.208 0.023 0 -0.017
Si 0.073 -5.337 4.129 -0.013 -0.001 0.017
Si 2.822 -2.648 4.165 -0.003 0.012 0.007
Si 5.534 0.03 4.229 -0.013 0.023 0.006
Si 8.261 2.789 4.236 0.001 -0.001 -0.022
Si 5.598 5.556 4.234 0.015 0.009 0.009
Si 8.276 -8.076 4.259 0.027 -0.006 0.012
Si 5.581 -5.321 4.192 0.008 0.007 -0.005
Si 8.273 -2.643 4.223 0.002 0.007 0.019
Si 10.97 0.032 4.273 -0.017 -0.002 0.015
Si 13.623 2.733 4.361 -0.008 -0.012 0.017
Si 10.965 5.48 4.311 -0.013 -0.015 -0.004
Si 13.674 -8.152 4.38 0.015 -0.027 0.015
Si 10.96 -5.396 4.243 0.002 -0.008 -0.022
Si 13.688 -2.686 4.343 0.01 -0.015 0.011
Si 16.352 0.007 4.325 -0.004 -0.001 -0.014
Si 18.996 2.744 4.403 -0.006 -0.008 0.016
Si 16.312 5.452 4.345 -0.015 -0.004 -0.023
Si 19.006 -8.137 4.39 -0.002 0.016 0.002
Si 16.354 -5.436 4.351 -0.002 0.001 -0.012
Si 18.98 -2.735 4.399 -0.015 -0.007 -0.012
Si 21.736 0.01 4.325 0.013 0.009 -0.001
Si 24.368 2.738 4.298 -0.013 0.009 0.003
Si 21.672 5.465 4.319 -0.012 0.015 -0.01
Si 24.368 -8.124 4.311 0.012 -0.007 0.006
Si 21.723 -5.423 4.248 0.009 0.022 -0.029
Si 24.385 -2.699 4.191 -0.013 0.018 0.007
Si 27.11 -0.008 4.084 -0.01 0.015 -0.009
Si 29.826 2.702 4.108 -0.005 0.017 0.008
Si 27.085 5.385 4.243 0.002 -0.006 -0.005
Si 29.85 -8.193 4.244 0.011 0.003 0.014
Si 27.108 -5.355 4.174 0.015 -0.009 -0.001
Si 29.846 -2.611 4.087 0.018 0.002 0.021
Si 32.552 -0.015 3.951 -0.001 0.005 0.013
Si 35.233 2.643 4.022 -0.015 -0.003 0.02
Si 32.548 5.408 3.998 -0.008 0 -0.022
Si 35.215 8.101 4.05 -0.03 0.009 0.022
Si 32.593 10.832 4.119 -0.007 0.012 0.001
Si 35.301 -2.808 3.953 -0.006 0 -0.004
Si 37.981 -0.119 4 -0.017 0.006 0.025
Si -24.606 2.62 4.01 -0.015 -0.007 -0.01
Si -27.297 5.36 4.016 -0.017 0.017 -0.035
Si -24.485 8.114 4.129 0.001 -0.014 0.022
Si -27.295 10.795 3.976 0.002 -0.014 0
Si -24.549 -2.794 3.896 0.007 -0.025 -0.041
Si -21.816 -0.067 3.953 -0.008 -0.012 0.007
Si -19.112 2.62 3.905 -0.022 -0.005 -0.004
Si -21.766 5.342 4.083 -0.018 0.008 0.009
Si -18.983 8.087 4.044 0.003 0.007 -0.004
Si -21.765 10.803 4.094 0.031 -0.007 0.037
Si -19.089 -2.778 3.964 0.008 0.015 0.006
Si -16.354 -0.043 3.96 0.003 -0.004 -0.01
Si -13.561 2.684 3.958 -0.028 0.014 -0.011
Si -16.375 5.337 4.039 -0.016 0.01 0.006
Si -13.583 8.15 3.947 0.025 0.015 -0.018
Si -16.31 10.851 3.924 -0.014 0 0.002
Si -13.611 -2.757 3.921 0.011 -0.011 -0.008
Si -10.901 -0.037 3.912 0.011 0.008 0.002
Si -8.122 2.685 3.979 0.004 0.019 -0.004
Si -10.79 5.482 3.954 0.017 0.01 0.01
Si -8.11 8.154 3.86 -0.015 0.011 -0.003
Si -10.892 10.86 3.955 -0.018 0.003 -0.004
Si -8.106 -2.704 3.879 -0.008 -0.002 -0.008
Si -5.394 0.002 3.947 -0.004 -0.008 -0.012
Si -2.698 2.743 4.003 0.007 -0.024 0.006
Si -5.39 5.411 3.928 -0.001 -0.016 -0.029
Si -2.645 8.215 4.044 0.021 -0.017 -0.013
Si -5.406 -5.411 3.892 0.012 0.006 0.002
Si -2.703 -2.724 3.995 -0.003 -0.026 -0.021
Si 1.28 -1.335 16.256 0.018 -0.01 -0.01
Si 4.042 1.393 16.403 -0.01 0.025 0.003
Si 1.298 4.085 16.369 -0.015 0.013 0.004
Si 4.013 6.795 16.384 -0.013 -0.007 0.002
Si 1.301 -6.813 16.297 -0.011 0.007 0.001
Si 4.037 -4.109 16.317 0.014 0.015 -0.016
Si 6.761 -1.329 16.487 0.013 -0.005 0.01
Si 9.505 1.383 16.486 -0.005 0.013 -0.009
Si 6.74 4.116 16.436 0.003 0.006 -0.004
Si 9.487 -9.47 16.525 0.005 -0.006 0
Si 6.752 -6.751 16.441 -0.017 0.014 -0.006
Si 9.492 -4.01 16.517 0.008 0.007 -0.016
Si 12.215 -1.315 16.551 0.009 -0.003 -0.011
Si 14.937 1.421 16.584 -0.004 0.001 -0.006
Si 12.238 4.128 16.567 -0.002 0.002 -0.006
Si 14.983 -9.492 16.58 0.003 0.011 -0.003
Si 12.228 -6.736 16.546 0.017 0.01 0
Si 14.95 -4.039 16.591 -0.011 -0.001 -0.014
Si 17.675 -1.325 16.568 -0.001 0.003 -0.018
Si 20.459 1.389 16.602 0 -0.006 0.001
Si 17.722 4.155 16.608 0.008 0.002 -0.003
Si 20.469 -9.48 16.613 0.012 -0.004 -0.003
Si 17.717 -6.776 16.61 0.005 0.004 -0.007
Si 20.443 -4.079 16.599 -0.013 0.001 0.006
Si 23.18 -1.319 16.605 0.001 0.009 -0.008
Si 25.876 1.391 16.558 0.004 -0.022 0.015
Si 23.206 4.095 16.583 0 0.013 -0.004
Si 25.856 -9.587 16.484 0.014 -0.012 -0.012
Si 23.124 -6.781 16.562 -0.01 -0.019 0.005
Si 25.889 -4.031 16.51 0.002 0.003 -0.021
Si 28.57 -1.346 16.404 0.017 -0.021 -0.008
Si 31.303 1.313 16.38 -0.018 -0.015 0.002
Si 28.567 4.049 16.434 -0.004 -0.008 -0.005
Si 31.328 -9.499 16.295 -0.001 -0.014 -0.017
Si 28.611 -6.812 16.405 0.005 0 -0.008
Si 31.304 -4.126 16.253 -0.004 -0.003 -0.014
Si 34.048 -1.387 16.267 -0.007 0.013 -0.013
Si 36.766 1.304 16.161 0.006 0.003 -0.015
Si 34.063 4.074 16.204 0.019 -0.01 -0.013
Si 36.779 6.78 16.311 -0.024 0.005 0.004
Si 34.115 9.507 16.258 0.006 0.003 -0.009
Si 36.75 -4.129 16.261 -0.006 -0.002 0.007
Si 39.519 -1.394 16.201 0.001 0.008 -0.007
Si -23.105 1.366 16.196 0.002 -0.005 -0.015
Si -25.841 4.067 16.245 0.004 0.001 0.009
Si -23.105 6.793 16.224 0.019 0.005 -0.005
Si -25.785 9.504 16.245 0.007 0.006 0.002
Si -23.086 -4.113 16.251 0.001 -0.006 -0.006
Si -20.335 -1.402 16.199 -0.004 0.013 -0.012
Si -17.65 1.355 16.186 -0.003 0.004 -0.006
Si -20.389 4.059 16.218 0 -0.001 0.006
Si -17.664 6.787 16.222 -0.004 -0.015 -0.013
Si -20.361 9.488 16.255 -0.004 0.003 -0.012
Si -17.648 -4.115 16.254 0.002 0.02 0
Si -14.944 -1.435 16.206 -0.001 -0.012 0.002
Si -12.245 1.333 16.183 -0.003 0.009 -0.011
Si -14.958 4.043 16.226 -0.005 -0.001 -0.002
Si -12.301 6.804 16.206 0.025 -0.018 0.003
Si -14.953 9.478 16.254 0.003 -0.007 0.007
Si -12.271 -4.112 16.243 0.002 -0.002 0.011
Si -9.565 -1.41 16.237 -0.018 0.014 0.002
Si -6.844 1.342 16.173 0.008 -0.009 0.003
Si -9.575 4.032 16.14 0.002 0.003 -0.01
Si -6.855 6.754 16.138 -0.009 0.005 -0.007
Si -9.631 9.487 16.163 -0.019 -0.001 -0.008
Si -6.886 -4.056 16.164 0.013 0.005 0.004
Si -4.149 -1.337 16.173 0.006 0.003 -0.002
Si -1.429 1.37 16.287 0.007 0.004 -0.005
Si -4.143 4.029 16.226 -0.009 0.007 0.001
Si -1.431 6.761 16.226 -0.017 0.028 -0.008
Si -4.192 9.481 16.14 -0.011 -0.008 -0.015
Si -1.402 -4.081 16.164 0.007 0.011 -0.018
Si 2.608 0.01 17.65 -0.009 -0.006 -0.005
Si 5.392 2.755 17.802 0.005 0.01 -0.011
Si 2.666 5.422 17.762 0.016 -0.005 0.026
Si 5.324 8.208 17.73 0.006 0.011 -0.025
Si 2.662 -5.453 17.664 0.005 -0.004 -0.007
Si 5.366 -2.79 17.72 0.007 -0.012 0.003
Si 8.152 0.037 17.86 -0.006 -0.002 -0.021
Si 10.83 2.757 17.863 0.012 0.002 0.004
Si 8.06 5.485 17.818 0.004 -0.003 0.005
Si 10.876 -8.111 17.885 -0.009 0.006 -0.007
Si 8.125 -5.402 17.822 -0.013 -0.003 0.01
Si 10.818 -2.633 17.92 -0.005 -0.004 -0.016
Si 13.571 0.033 17.925 -0.007 0.002 0.014
Si 16.285 2.832 17.92 -0.008 -0.002 -0.016
Si 13.613 5.484 17.946 -0.004 -0.019 -0.006
Si 16.359 -8.158 17.952 0.002 -0.016 0.007
Si 13.546 -5.364 17.946 0.004 0.007 0.004
Si 16.327 -2.685 17.944 -0.013 0.013 0.004
Si 19.018 0.055 17.908 0.002 -0.005 -0.012
Si 21.883 2.723 17.952 -0.008 -0.005 -0.015
Si 19.112 5.5 17.989 -0.017 0.009 0.025
Si 21.835 -8.147 18.017 0.026 0.008 0.006
Si 19.089 -5.435 17.991 -0.008 -0.002 0.002
Si 21.806 -2.697 17.94 0.016 0.01 0.024
Si 24.57 0.028 17.995 0.008 -0.008 -0.006
Si 27.218 2.771 17.929 -0.021 0.037 0.027
Si 24.567 5.419 17.999 0.012 -0.032 0.01
Si 27.263 -8.226 17.732 -0.001 -0.03 -0.01
Si 24.512 -5.39 17.844 0.01 0.036 -0.018
Si 27.221 -2.61 17.862 -0.03 0.026 -0.007
Si 29.942 -0.055 17.784 -0.002 0.021 0.002
Si 32.775 2.699 17.576 0.014 0.011 0.001
Si 29.977 5.46 17.649 0.007 0.033 -0.014
Si 32.749 -8.144 17.592 -0.003 -0.024 -0.011
Si 29.99 -5.416 17.706 -0.003 -0.004 0.024
Si 32.671 -2.782 17.56 -0.005 0.007 -0.021
Si 35.467 -0.033 17.566 0.001 0.005 0.019
Si 38.06 2.655 17.546 0 -0.008 -0.005
Si 35.372 5.404 17.627 0.011 0.006 0.02
Si 38.16 8.185 17.65 -0.003 -0.002 -0.002
Si 35.457 10.82 17.694 -0.009 -0.007 0.044
Si 38.18 -2.778 17.535 0.003 0.003 -0.027
Si 40.828 0.021 17.558 -0.002 0.008 -0.001
Si -21.765 2.714 17.582 -0.015 0.01 0.014
Si -24.476 5.451 17.583 0.009 0.02 -0.013
Si -21.776 8.171 17.601 -0.008 0.012 0.005
Si -24.438 10.847 17.641 0.015 -0.014 0.004
Si -21.678 -2.757 17.562 0 -0.012 0.014
Si -18.98 -0.01 17.534 0.004 -0.008 0.005
Si -16.298 2.672 17.598 0.003 -0.009 0.016
Si -19.012 5.416 17.563 0.013 0.017 0.008
Si -16.311 8.121 17.628 -0.001 0.011 0.003
Si -18.97 10.822 17.63 -0.004 -0.026 0.004
Si -16.262 -2.785 17.629 0.009 -0.014 0.022
Si -13.591 -0.045 17.52 0.014 0.001 -0.036
Si -10.887 2.684 17.546 0.002 -0.011 0.029
Si -13.633 5.439 17.582 -0.011 0.011 0.003
Si -10.986 8.173 17.593 -0.007 0.034 0.025
Si -13.595 10.83 17.636 -0.005 0.006 0.009
Si -10.924 -2.767 17.638 0.02 0.006 0.018
Si -8.177 -0.019 17.537 -0.01 0.01 -0.006
Si -5.52 2.674 17.586 0.017 -0.001 0.026
Si -8.212 5.381 17.463 0 -0.026 -0.021
Si -5.535 8.11 17.509 0 0.016 0.031
Si -8.301 -5.419 17.448 -0.021 -0.003 -0.028
Si -5.514 -2.687 17.51 -0.01 0.006 0.011
Si -2.85 0.019 17.586 -0.013 0.002 0.014
Si -0.08 2.703 17.705 -0.009 -0.003 -0.006
Si -2.77 5.372 17.574 0.014 -0.014 -0.005
Si -0.099 -8.197 17.586 0.021 -0.009 0.014
Si -2.825 -5.446 17.409 0.012 -0.005 -0.022
Si -0.066 -2.743 17.555 0.004 -0.014 0.01
Si 1.311 1.366 19.076 0.027 0.023 0.013
Si 4.026 4.076 19.201 -0.019 0.018 0.01
Si 1.235 6.805 19.02 -0.01 0.016 -0.028
Si 3.951 -6.794 19.112 -0.004 -0.006 -0.001
Si 1.258 -4.108 18.95 0.006 0.018 -0.023
Si 3.86 -1.482 18.932 -0.027 -0.018 -0.013
Si 6.764 1.399 19.16 0.026 0.044 0.001
Si 9.396 4.097 19.169 0.006 0.003 -0.031
Si 6.671 6.901 19.107 0.015 -0.006 -0.031
Si 9.514 -6.722 19.2 0.014 0.02 -0.018
Si 6.74 -4.071 19.171 -0.009 0.016 -0.029
Si 9.471 -1.277 19.328 0.01 -0.004 0.01
Si 12.179 1.406 19.248 -0.022 0 -0.023
Si 14.979 4.177 19.37 0.027 0.012 0.007
Si 12.216 -9.485 19.264 0.003 0.023 -0.009
Si 14.926 -6.791 19.218 -0.01 -0.016 -0.044
Si 12.168 -3.957 19.307 0.011 -0.008 -0.022
Si 14.962 -1.31 19.292 -0.005 -0.001 -0.011
Si 17.651 1.476 19.222 0.002 -0.016 -0.017
Si 20.556 4.121 19.272 0 0.003 -0.01
Si 17.74 -9.47 19.39 -0.001 0.008 -0.033
Si 20.44 -6.806 19.389 -0.012 -0.02 0.004
Si 17.685 -4.06 19.305 0.014 0.011 -0.014
Si 20.348 -1.349 19.233 -0.018 -0.019 -0.024
Si 23.233 1.39 19.386 -0.013 0.023 -0.006
Si 25.905 4.096 19.482 0.018 -0.027 -0.031
Si 23.266 -9.495 19.384 -0.012 0.025 -0.018
Si 25.886 -6.862 19.035 -0.021 -0.012 -0.016
Si 23.244 -4.011 19.301 0.019 0.032 -0.033
Si 25.941 -1.284 19.424 0.006 -0.001 0.007
Si 28.609 1.348 19.169 0.01 -0.036 -0.002
Si 31.501 4.177 18.851 0.037 0.023 -0.013
Si 28.606 -9.6 19.091 -0.044 -0.02 -0.028
Si 31.422 -6.8 18.964 0.032 0.01 -0.025
Si 28.634 -4.014 19.06 0.044 -0.004 -0.043
Si 31.331 -1.541 19.006 -0.016 -0.026 -0.04
Si 34.102 1.296 18.927 0.023 0.028 -0.05
Si 36.63 3.897 18.929 -0.03 -0.057 -0.031
Si 34.129 -9.424 18.983 -0.02 0.017 -0.035
Si 36.943 9.577 19.123 0.056 0.039 0.004
Si 33.968 -4.142 18.927 0.001 -0.015 -0.023
Si 36.853 -1.424 18.862 0.015 0.025 -0.026
Si 39.39 1.32 18.934 -0.012 -0.002 -0.035
Si -23.189 4.051 18.934 0.004 -0.038 -0.018
Si 39.491 6.803 19.002 -0.006 0.034 -0.014
Si -23.105 9.509 19.055 -0.009 -0.011 -0.017
Si 39.498 -4.075 18.98 -0.016 -0.042 0.012
Si 42.309 -1.27 18.836 0.011 0.041 -0.047
Si -20.335 1.36 18.873 0.007 0.007 -0.028
Si -17.624 4.088 18.939 -0.015 0.009 -0.047
Si -20.412 6.774 18.879 0.023 -0.013 -0.041
Si -17.588 9.496 19.052 0.002 0.039 0.003
Si -20.362 -4.156 18.952 -0.024 0.01 -0.01
Si -17.582 -1.32 18.904 0.013 0.034 -0.024
Si -14.936 1.24 18.923 -0.032 -0.012 -0.028
Si -12.242 4.07 18.874 0.009 0.013 -0.027
Si -14.994 6.749 19.017 0.021 -0.028 0
Si -12.295 9.509 19.1 -0.004 0.002 -0.013
Si -14.933 -4.176 19.055 0.001 -0.039 -0.011
Si -12.256 -1.316 18.954 -0.011 0.011 -0.006
Si -9.494 1.343 18.909 0.034 -0.013 -0.042
Si -6.921 4.04 18.891 -0.03 -0.01 -0.018
Si -9.559 6.748 18.77 0.02 -0.02 -0.026
Si -6.954 9.542 18.728 0.011 -0.006 -0.051
Si -9.596 -4.199 18.984 -0.014 -0.027 -0.012
Si -6.835 -1.351 18.927 0.03 0.021 -0.01
Si -4.207 1.34 19.026 -0.029 -0.037 -0.031
Si -1.475 4.046 19.053 -0.007 0.01 0.003
Si -4.183 6.705 18.853 0 0.001 -0.018
Si -1.57 -6.821 18.782 -0.015 -0.003 -0.028
Si -4.133 -4.087 18.761 0.013 0.001 -0.024
Si -1.472 -1.394 18.836 -0.014 -0.004 -0.045
Si -0.14 -0.067 20.227 0.012 -0.034 0.043
Si 2.689 2.619 20.571 0.005 -0.037 0.052
Si -0.061 5.375 20.389 0.024 -0.016 0.046
Si 2.468 8.249 20.437 -0.027 -0.007 0.081
Si -0.252 -5.465 20.11 0.003 0.015 0.07
Si 2.528 -2.771 20.421 -0.023 0.007 0.042
Si 5.319 -0.173 20.13 0.004 -0.015 0.019
Si 8.029 2.81 20.628 -0.002 -0.021 0.039
Si 5.298 5.627 20.52 -0.034 -0.006 0.026
Si 8.098 8.211 20.444 -0.005 -0.022 0.066
Si 5.376 -5.516 20.479 0.033 -0.029 0.057
Si 8.054 -2.671 20.612 -0.017 -0.011 0.053
Si 10.804 0.136 20.721 -0.004 0.008 0.057
Si 13.541 2.777 20.601 -0.025 -0.001 0.041
Si 10.76 5.473 20.503 -0.017 -0.011 0.041
Si 13.588 -8.135 20.625 0.029 -0.006 0.051
Si 10.789 -5.334 20.65 -0.023 0.011 0.027
Si 13.555 -2.603 20.686 -0.014 -0.008 0.041
Si 16.293 0.142 20.602 -0.03 0.012 0.053
Si 19.087 2.807 20.522 0.001 0.02 0.022
Si 16.386 5.493 20.8 0.026 0 0.04
Si 19.072 -8.114 20.852 -0.028 -0.012 0.029
Si 16.289 -5.453 20.576 -0.004 -0.025 0.064
Si 19.012 -2.699 20.686 0.02 0.003 0.039
Si 21.732 0.013 20.547 -0.005 0 0.044
Si 24.545 2.679 20.939 0.033 0.061 0.058
Si 21.892 5.446 20.723 -0.021 -0.001 0.051
Si 24.738 -8.117 20.666 0.025 -0.035 0.042
Si 21.892 -5.426 20.611 0.025 0.003 0.038
Si 24.575 -2.665 20.818 -0.029 -0.048 0.058
Si 27.331 0.117 20.813 -0.013 0.001 0.046
Si 30.221 2.759 20.117 0.013 -0.018 0.024
Si 27.395 5.483 20.765 -0.035 0.001 0.02
Si 30.022 -8.143 20.227 0.012 0.01 0.049
Si 27.251 -5.451 20.233 -0.01 0.021 0.058
Si 30.029 -2.83 20.535 -0.031 -0.034 0.051
Si 32.81 -0.192 20.162 0.05 -0.009 0.034
Si 35.32 2.578 20.48 0.021 0.02 0.046
Si 32.732 5.576 20.305 -0.056 -0.005 0.069
Si 35.539 -8.126 20.396 -0.003 -0.026 0.026
Si 32.665 -5.443 20.42 -0.006 0.006 0.053
Si 35.474 -2.827 20.087 0.007 -0.031 0.035
Si 38.095 -0.094 20.338 0.023 0.002 0.035
Si 40.673 2.73 20.294 -0.004 0.024 0.036
Si 38.015 5.333 20.085 0.005 0.003 0.038
Si 40.819 8.138 20.476 0.002 0.009 0.064
Si 38.285 11.02 20.609 -0.021 -0.036 0.037
Si 40.922 -2.621 20.1 -0.002 -0.006 0.05
Si 43.644 0.065 20.287 -0.006 0.009 0.056
Si -18.993 2.691 20.225 -0.001 -0.013 0.059
Si -21.799 5.411 20.217 -0.01 0.015 0.01
Si -19.038 8.111 20.257 -0.009 -0.006 0.079
Si -21.726 10.884 20.435 -0.015 -0.003 0.033
Si -18.937 -2.722 20.141 0.01 -0.013 0.046
Si -16.229 -0.08 20.419 0.01 -0.016 0.052
Si -13.582 2.659 20.179 -0.018 -0.002 0.015
Si -16.295 5.389 20.432 -0.013 0.011 0.063
Si -13.691 8.085 20.432 -0.007 0.046 0.059
Si -16.227 10.772 20.572 0.014 -0.03 0.059
Si -13.58 -2.707 20.313 -0.004 -0.005 0.02
Si -10.818 0.019 20.293 -0.008 -0.015 0.036
Si -8.192 2.685 20.347 0.016 0.015 0.069
Si -10.829 5.409 20.185 0.019 -0.009 0.035
Si -8.277 8.17 20.068 -0.019 0.031 0.018
Si -10.896 -5.504 20.544 -0.001 0.013 0.052
Si -8.163 -2.784 20.186 0.011 0.008 0.045
Si -5.575 -0.042 20.44 0.021 0.026 0.044
Si -2.877 2.726 20.43 -0.001 -0.004 0.076
Si -5.577 5.39 20.222 -0.005 -0.01 0.037
Si -2.857 -8.212 20.152 0.007 0.002 0.019
Si -5.518 -5.459 19.989 -0.003 -0.015 0.056
Si -2.833 -2.766 20.167 0.003 0.009 0.05
Si 0.8 -1.665 21.638 0.323 0.097 -0.705
Si 4.143 1.028 21.651 -0.331 0.118 -0.59
Si 1.556 4.298 21.785 -0.206 -0.15 -0.737
Si 3.601 6.732 21.787 0.226 0.137 -0.704
Si 0.693 -6.967 21.577 0.326 0.003 -0.705
Si 4.157 -3.945 21.659 -0.207 -0.145 -0.644
Si 6.273 -1.599 21.7 0.319 0.089 -0.633
Si 9.632 1.756 22.046 -0.187 -0.202 -0.688
Si 6.92 4.559 21.809 -0.144 -0.218 -0.717
Si 9.21 6.668 21.791 0.217 0.125 -0.761
Si 7.007 -6.602 21.837 -0.284 -0.121 -0.726
Si 9.139 -4.238 21.978 0.31 0.162 -0.639
Si 12.492 -0.913 21.999 -0.112 -0.18 -0.71
Si 14.742 1.31 21.981 0.182 0.14 -0.692
Si 11.895 3.917 21.806 0.082 0.056 -0.697
Si 15.199 -9.182 22.024 -0.106 -0.143 -0.76
Si 12.38 -6.547 21.867 -0.192 -0.228 -0.706
Si 14.667 -4.342 21.826 0.154 0.23 -0.713
Si 17.871 -0.995 21.892 -0.178 -0.283 -0.66
Si 20.144 1.199 21.821 0.288 0.176 -0.771
Si 18.067 4.295 22.016 -0.245 -0.022 -0.697
Si 20.289 -9.781 22.059 0.047 0.192 -0.692
Si 17.383 -6.909 22.072 0.243 0.034 -0.716
Si 20.673 -3.89 21.875 -0.186 -0.049 -0.75
Si 22.745 -1.549 21.947 0.31 0.012 -0.699
Si 26.078 1.506 22.404 -0.024 -0.05 -0.745
Si 23.273 4.222 22.241 -0.093 -0.189 -0.739
Si 26.559 -8.924 22.058 -0.122 -0.233 -0.744
Si 23.483 -6.572 21.933 -0.132 -0.188 -0.659
Si 25.809 -4.484 21.78 -0.041 0.334 -0.669
Si 29.156 -1.044 21.786 -0.469 -0.314 -0.584
Si 31.419 1.181 21.339 0.152 0.2 -0.662
Si 29.217 4.19 21.604 -0.446 -0.085 -0.612
Si 31.103 -9.628 21.627 0.338 0.167 -0.699
Si 28.725 -6.718 21.496 0.03 -0.02 -0.484
Si 30.988 -4.544 21.895 0.124 0.117 -0.664
Si 34.283 -1.449 21.466 -0.162 0.012 -0.622
Si 36.418 0.836 21.714 0.109 0.3 -0.713
Si 34.158 4.321 21.634 -0.17 -0.284 -0.657
Si 36.563 -9.931 21.519 0.089 0.319 -0.696
Si 34.38 -6.485 21.606 -0.077 -0.084 -0.625
Si 36.497 -4.133 21.715 0.301 0.015 -0.582
Si 39.869 -1.118 21.511 -0.344 -0.136 -0.757
Si 41.976 1.227 21.483 0.262 0.161 -0.731
Si 39.195 4.073 21.604 -0.005 -0.289 -0.67
Si 42.476 6.951 21.667 -0.348 -0.229 -0.684
Si 39.768 9.686 21.97 -0.015 0.078 -0.799
Si 42.454 -3.613 21.5 -0.131 -0.383 -0.726
Si 44.855 -1.568 21.498 0.111 0.34 -0.741
Si -17.408 1.59 21.555 -0.126 -0.134 -0.791
Si -20.257 4.223 21.46 -0.112 -0.255 -0.763
Si -18.052 6.474 21.599 0.332 0.113 -0.787
Si -20.563 9.206 21.652 0.203 0.331 -0.704
Si -17.488 -3.842 21.582 0.003 -0.162 -0.658
Si -15.135 -1.737 21.798 0.125 0.258 -0.651
Si -11.932 1.701 21.503 -0.111 -0.227 -0.701
Si -15.097 3.697 21.599 0.072 0.301 -0.693
Si -12.04 6.853 21.519 -0.234 -0.12 -0.678
Si -14.813 9.422 22.079 -0.221 -0.102 -0.807
Si -11.963 -3.689 21.676 -0.208 -0.376 -0.663
Si -9.607 -1.589 21.541 0.132 0.241 -0.684
Si -6.697 1.561 21.801 -0.187 -0.25 -0.78
Si -9.704 3.938 21.631 0.255 0.189 -0.677
Si -6.73 7.061 21.36 -0.034 -0.173 -0.703
Si -9.773 9.011 21.665 0.146 0.433 -0.656
Si -6.797 -4.189 21.446 0.089 0.207 -0.718
Si -3.895 -1.245 21.563 -0.414 -0.186 -0.748
Si -1.697 1.017 21.549 0.158 0.329 -0.751
Si -4.566 3.867 21.683 0.255 0.087 -0.702
Si -1.324 6.987 21.501 -0.059 -0.186 -0.706
Si -4.525 -7.076 21.309 0.21 -0.039 -0.735
Si -1.336 -3.951 21.5 -0.197 -0.106 -0.772
Si 0.125 5.452 -1.801 -0.014 0.004 -0.037
Si 8.135 1.236 24.845 0.02 -0.006 -0.07
Si 1.115 -6.09 24.486 -0.035 -0.007 -0.081
Si 10.658 -7.456 -7.077 -0.015 0.053 0.118
Si 3.554 -8.096 24.582 0.009 -0.012 -0.2
Si 9.81 -3.778 25.049 -0.174 0.006 -0.127
Si 12.154 -2.184 24.784 0.141 0.034 -0.028
Si 8.698 5.799 -4.191 0.011 -0.015 -0.01
Si 10.972 8 24.043 0.023 -0.003 -0.179
Si 14.455 -4.068 24.647 -0.01 0.047 0.052
Si 10.049 -1.415 -3.971 -0.024 0.026 0.106
Si 11.105 0.624 -1.813 -0.035 0.089 0.017
Si 14.66 -1.541 26.099 -0.079 -0.062 -0.053
Si 17.001 -0.487 24.768 0.154 0.067 -0.068
Si 13.195 5.792 24.018 -0.055 0.084 -0.161
Si 15.101 6.127 -6.266 0.072 0.023 0.045
Si 15.36 -7.796 -4.518 -0.039 -0.112 0.056
Si 11.756 -3.896 -4.06 0.078 -0.044 0.107
Si 27.624 -1.683 26.015 0.025 -0.103 0.037
Si 22.236 7.895 24.199 -0.002 0.026 -0.132
Si 21.481 2.609 24.287 -0.032 -0.003 -0.039
Si 21.981 5.961 -3.48 -0.107 0.03 0.116
Si 18.952 -5.159 24.198 -0.071 0.012 -0.084
Si 19.164 -3.915 -2.771 0.026 -0.004 0.229
Si 22.689 -0.125 24.783 -0.066 -0.004 -0.048
Si 26.453 -5.412 -2.701 0.081 -0.1 0.232
Si 29.261 -6.04 -3.764 -0.195 -0.022 0.113
Si -31.188 -7.827 24.276 -0.071 0.008 -0.089
Si 24.828 6.113 24.194 -0.052 0.022 0.039
Si 24.792 1.133 -5.799 0.051 -0.082 0.001
Si 32.24 1.315 24.278 -0.066 -0.004 -0.04
Si 31.557 6.981 24.634 -0.009 -0.041 -0.126
Si 30.803 -3.736 -2.862 0.122 0.061 0.149
Si 29.611 1.192 -4.035 0.02 0.06 -0.056
Si 25.031 -6.05 -6.693 0.004 -0.041 0.043
Si -25.853 -1.201 24.497 0.003 0.012 -0.143
Si -19.782 1.798 -5.11 0.093 0.106 -0.017
Si -27.368 -1.18 -5.097 0.056 -0.037 -0.026
Si -32.389 4.191 24.576 0.023 -0.014 -0.129
Si -29.547 4.308 25.658 -0.01 -0.087 -0.091
Si -24.364 -4.248 -6.978 0.042 0.087 -0.129
Si -21.781 -2.483 -6.599 -0.001 0.036 0.06
Si -24.551 5.769 23.651 0.087 0.026 -0.02
Si -18.944 1.245 24.253 0.024 0.112 -0.083
Si -23.555 3.692 25.74 -0.092 0.084 -0.139
Si -23.019 5.254 -5.991 -0.048 -0.012 -0.031
Si -23.546 -7.206 -4.106 0.085 0.073 0.049
Si -23.55 -4.962 23.899 -0.193 0.006 0.014
Si -21.041 -2.06 -2.992 -0.005 -0.115 0.112
Si -13.781 5.368 23.655 0.011 -0.052 -0.071
Si -15.4 7.625 24.528 0.147 0.079 -0.086
Si -20.69 -6.194 24.486 0.074 -0.152 -0.089
Si -19.062 -3.037 -4.901 -0.046 -0.013 0.032
Si -18.056 3.851 25.846 -0.053 0.026 0.03
Si -11.401 0.644 24.106 0.015 0.006 -0.069
Si -3.942 1.512 25.995 0.112 0.058 -0.018
Si -18.056 6.708 24.641 0.099 0.038 -0.07
Si -4.995 -3.023 23.784 0.06 -0.101 -0.116
Si -18.455 -4.223 24.439 0 0.024 -0.188
Si -11.415 -1.957 25.43 -0.015 0.077 -0.023
Si -7.038 -2.597 -4.763 -0.01 0.165 0.017
Si -8.103 -5.956 23.564 0.076 -0.136 0.075
Si -8.384 5.79 23.778 -0.008 -0.135 -0.109
Si -1.162 5.932 25.867 -0.067 0.005 -0.028
Si -1.506 -7.219 25.651 0.025 -0.03 -0.137
Si -9.288 -1.677 -6.479 -0.001 -0.018 -0.229
Si -1.556 2.432 24.093 -0.072 -0.074 0.016
Si 4.995 3.823 -6.05 0.136 0.089 0.104
Si -7.265 4.499 -4.566 0.008 -0.023 -0.034
Si -2.673 5.09 23.553 -0.102 0.065 -0.074
Si -3.132 -5.431 23.6 0.091 0.136 -0.052
Si -2.936 -4.026 -6.124 0.056 0.026 0.029
Si 2.596 -0.843 23.794 -0.003 -0.007 -0.1
Si 3.67 -0.854 -7.116 0.019 -0.069 -0.106
Si 3.504 6.152 -5.971 -0.042 0.043 0.015
Si 6.294 -6.913 24.796 0.068 0.008 -0.069
Si 3.094 -3.946 24.427 -0.104 0.118 -0.143
Si -0.398 -2.489 -5.105 -0.064 0.01 -0.012
Si 5.655 2.642 23.577 0.026 -0.026 0.016
Si 13.106 3.972 -6.38 -0.074 -0.012 0
Si 4.462 6.66 -2.579 0.07 -0.031 0.086
Si 4.317 -5.244 -6.123 -0.006 0.074 -0.002
Si 6.451 -1.07 24.698 0.005 -0.044 -0.003
Si 10.581 3.565 -4.944 0.012 -0.036 0.141
Si 16.637 2.491 24.226 -0.046 -0.043 -0.044
Si 24.916 5.381 -3.892 0.02 -0.028 0.285
Si 19.526 2.636 -6.561 0.065 -0.063 -0.039
Si 20.309 -7.974 -6.947 0.067 -0.111 -0.082
Si 13.833 -7.639 -7.028 0.022 -0.065 -0.016
Si 14.782 2.578 -4.57 -0.016 0.045 -0.019
Si 20.696 -2.284 -6.397 -0.056 0.011 -0.008
Si 16.62 3.548 -6.778 -0.079 -0.086 -0.034
Si 22.515 -6.629 -5.221 -0.044 -0.083 0.026
Si 19.314 -8.062 -1.953 0.008 -0.016 0.148
Si 14.567 -3.376 -4.464 -0.043 -0.047 -0.01
Si 18.228 -3.902 -7.097 -0.026 0.044 -0.071
Si -32.07 -1.763 -3.046 -0.057 -0.065 0.122
Si 32.434 -7.825 -5.516 0.089 -0.073 0.096
Si 24.218 2.934 -2.134 0.038 -0.064 0.087
Si 28.349 2.536 23.993 -0.083 0.053 -0.037
Si 22.029 -3.68 -4.206 -0.151 0.038 0.118
Si 28.667 2.698 -6.395 0.046 0.003 0.007
Si 25.783 -3.7 -5.243 0.09 0.05 0.076
Si -31.044 -5.359 25.821 -0.064 0.23 -0.158
Si 27.894 -6.789 -6.452 -0.03 0.075 -0.032
Si -31.487 8.137 -3.005 -0.026 0.063 0.151
Si 26.965 -4.266 24.561 0.019 -0.116 0.014
Si 25.762 3.948 -6.314 -0.01 -0.027 -0.215
Si -28.603 -2.362 24.423 -0.017 -0.039 -0.176
Si -27.768 2.561 23.93 0.066 0.024 -0.168
Si -32.079 5.878 -4.611 -0.011 0.094 0.136
Si -28.494 7.898 -2.692 -0.065 -0.014 0.053
Si -31.36 -0.949 25.286 -0.004 -0.039 -0.031
Si -26.645 -0.044 -2.311 0.013 -0.035 0.055
Si -22.145 0.076 -4.903 -0.055 -0.122 0.002
Si -15.096 3.919 -2.696 -0.041 0 0
Si -24.477 4.738 -3.507 0.006 0.049 0.096
Si -28.616 6.898 24.368 -0.033 -0.001 -0.083
Si -26.244 -8.019 24.491 0.035 0.029 -0.09
Si -24.098 1.6 -2.993 0.106 -0.088 0.057
Si -13.586 -0.03 -7.096 0.104 -0.062 0.018
Si -15.523 1.155 -3.542 -0.098 -0.063 -0.005
Si -20.838 -6.969 -2.96 0.003 -0.079 0.01
Si -10.423 -4.926 25.218 -0.085 -0.13 -0.076
Si -19.65 -1.397 24.529 -0.045 -0.139 -0.151
Si -13.1 6.604 26.118 -0.114 -0.044 0.005
Si -13.959 -3.001 -2.219 0.024 0.029 0.148
Si -16.08 -5.316 -2.159 0.007 0.045 0.217
Si -10.131 6.938 25.924 -0.003 0.01 0.02
Si -9.265 -7.745 -5.957 0.043 -0.012 -0.007
Si -14.326 -1.559 24.853 0.057 -0.083 -0.137
Si -21.628 2.557 23.7 -0.016 -0.006 -0.132
Si -8.983 0.909 -4.713 -0.035 -0.088 0.111
Si -1.943 0.24 -5.101 0.026 -0.029 0.022
Si -6.612 0.008 -3.219 -0.067 0.008 0.203
Si -3.476 -3.707 -3.283 0.087 0.036 0.06
Si -6.33 -6.883 25.958 -0.035 0.006 -0.009
Si -6.41 6.331 26.005 0.022 0.065 -0.097
Si -5.097 3.102 -6.097 -0.111 0.057 -0.056
Si 3.636 3.026 25.551 -0.145 -0.045 -0.021
Si -3.68 -6.957 -6.018 -0.189 0.042 0.009
Si -4.743 -7.255 -3.107 0.031 -0.058 0.112
Si 2.616 -2.787 -5.053 0 0.077 -0.006
Si -2.084 3.152 -5.094 0.043 0.01 -0.101
Si -4.929 -1.277 26.073 -0.071 -0.096 0.024
Si 5.2 0.115 -1.97 -0.036 -0.003 0.111
Si 0.767 3.843 24.808 0.053 0.08 -0.055
Si 6.407 6.439 -6.166 -0.069 -0.01 -0.004
Si 3.152 -2.278 -2.015 0.053 0.053 0.141
Si 7.134 -5.699 -2.791 0.192 -0.128 0.121
Si 6.603 4.609 -2.487 -0.092 -0.019 0.031
Si 6.419 1.941 -4.088 0.081 0.064 0.092
Si 12.62 3.149 -2.621 -0.101 -0.033 0.019
Si 4.368 -6.738 -3.679 -0.061 -0.108 0.058
Si 6.939 -3.936 25.781 -0.042 0.006 0.021
Si 9.036 0.968 -5.649 0.029 0.033 -0.017
Si 17.992 -1.143 -2.566 0.02 0.001 0.134
Si 9.81 -6.386 -4.273 -0.006 0.001 0.018
Si 10.622 7.574 -2.627 0.002 -0.064 0.138
Si 13.554 7.976 -1.947 -0.044 0.025 0.045
Si 8.419 -3.099 -1.962 0.103 0.054 0.026
Si 13.511 -3.097 -1.879 -0.103 -0.05 0.104
Si 15.883 0.839 -2.486 -0.038 0.01 0.108
Si 19.689 0.27 -4.796 0.051 -0.118 0.026
Si 19.874 4.115 -4.092 0.055 0.147 0.096
Si 19.408 6.889 -4.599 0.035 -0.025 0.077
Si 17.063 -5.276 -4.451 0.013 0.065 0.035
Si 18.531 2.546 -1.844 0.019 -0.015 0.249
Si 23.494 -1.699 -2.479 0.02 0.034 -0.018
Si 28.788 -1.547 -3.03 -0.101 0.096 0.193
Si 22.549 0.833 -3.918 0.133 0.094 0.121
Si 26.174 7.788 -2.234 0.113 0.119 0.049
Si 22.255 -7.771 -2.406 -0.116 0.021 0.052
Si 25.416 0.348 25.216 0.027 -0.042 -0.21
Si 25.85 -1.08 -4.045 0.009 0.085 -0.015
Si 30.271 4.74 -4.798 -0.052 -0.071 0.065
Si 29.304 3.308 -2.168 0.058 -0.064 0.029
Si 29.742 7.167 -6.307 0.135 -0.045 -0.082
Si 29.55 -0.282 24.546 0.153 0.041 -0.18
Si -32.317 -3.211 23.868 -0.08 -0.009 -0.105
Si -26.986 5.963 -4.625 -0.052 0.028 -0.017
Si 32.324 1.036 -3.013 0.006 0.134 0.128
Si -30.182 -2.092 -5.383 -0.069 0.109 -0.005
Si -24.951 7.581 -6.378 0.006 -0.006 0.142
Si 29.235 8.008 -1.881 0.008 -0.075 0.072
Si -29.012 -4.855 -6.299 0.091 0.086 -0.05
Si -30.47 2.816 -2.341 -0.016 -0.045 0.017
Si -25.675 1.429 25.892 -0.019 -0.077 -0.039
Si -29.463 4.086 -4.877 0.032 -0.042 0.089
Si -24.501 7.302 -1.881 0.049 -0.03 0.038
Si -27.275 -5.545 -2.149 -0.104 -0.037 -0.017
Si -26.537 -4.298 -4.826 -0.13 0.127 0.056
Si -19.111 3.018 -2.266 0.15 -0.049 0.184
Si -17.539 -0.354 -5.096 0.161 0.016 0.144
Si -17.403 5.653 -2.929 -0.077 0.066 0.129
Si -20.547 6.841 -6.928 -0.009 0.028 -0.039
Si -22.432 -4.673 -2.956 -0.065 0.065 -0.021
Si -18.672 8.001 -4.636 0.052 -0.01 0.054
Si -13.253 -0.784 -3.99 -0.032 0.087 -0.013
Si -13.127 -5.13 23.974 -0.022 0.042 -0.01
Si -9.936 3.544 -5.32 -0.043 0.153 0.066
Si -15.765 1.561 -6.416 -0.164 -0.087 -0.058
Si -12.525 4.443 -4.366 -0.082 0.062 -0.019
Si -15.647 -4.1 25.641 0.138 0.015 -0.107
Si -10.813 0.168 -2.387 0.003 0.004 0.131
Si -8.571 0.198 23.853 0.053 0.001 -0.048
Si -9.146 -8.062 -2.997 -0.048 0.098 0.115
Si -10.86 5.734 -2.161 0.007 -0.132 0.071
Si -17.247 -5.676 -5.052 -0.015 0.119 -0.023
Si -3.662 -0.587 -2.901 -0.057 -0.031 0.164
Si -2.064 3.274 -1.932 -0.036 -0.125 0.074
Si 1.645 6.865 -3.757 0.031 -0.005 -0.008
Si -6.598 6.838 -2.811 0.008 -0.089 0.067
Si 1.422 -6.535 -2.747 0.031 0.006 0.055
Si -6.172 -4.762 -2.805 0.063 0.078 0.009
Si -0.586 -4.244 -2.733 0.042 -0.068 0.051
Si 1.448 -1.308 5.524 0 0.01 0.013
Si 4.171 1.407 5.563 -0.007 -0.001 0.011
Si 1.417 4.126 5.54 -0.011 0.002 0.023
Si 4.191 6.883 5.569 -0.012 -0.016 0.009
Si 1.428 9.602 5.493 -0.006 0.008 0.008
Si 4.18 -3.998 5.539 -0.003 -0.009 0.007
Si 6.887 -1.32 5.591 -0.007 -0.003 -0.003
Si 9.593 1.405 5.611 0.006 0.013 -0.007
Si 6.91 4.153 5.595 -0.01 0.006 0.01
Si 9.598 6.858 5.635 0 0 0.006
Si 6.893 -6.712 5.58 -0.007 0.001 0.004
Si 9.604 -4.027 5.599 -0.008 0.005 -0.005
Si 12.314 -1.312 5.665 -0.001 0.007 -0.004
Si 14.978 1.352 5.692 0.016 0.01 0.005
Si 12.287 4.119 5.699 0.001 0.012 0.003
Si 14.99 6.801 5.739 0.007 0.007 0.011
Si 12.286 -6.752 5.656 -0.004 0.004 -0.004
Si 14.995 -4.075 5.705 0.014 0.011 0.001
Si 17.672 -1.332 5.732 -0.013 -0.001 0.01
Si 20.372 1.358 5.698 0.011 -0.012 -0.001
Si 17.665 4.122 5.735 -0.011 0.012 0.009
Si 20.352 6.805 5.72 0.001 -0.013 0.002
Si 17.692 -6.761 5.744 -0.01 -0.009 0.008
Si 20.39 -4.091 5.679 0.003 -0.015 0.001
Si 23.1 -1.351 5.641 0.002 -0.015 0.006
Si 25.788 1.338 5.541 0.018 -0.013 -0.011
Si 23.049 4.113 5.664 0.002 0.001 0.009
Si 25.766 6.801 5.595 0.002 -0.001 0.003
Si 23.047 -6.759 5.666 -0.007 -0.001 0
Si 25.76 -4.038 5.567 0.001 -0.009 0.001
Si 28.483 -1.316 5.493 -0.01 -0.001 0
Si 31.22 1.322 5.406 0.004 -0.002 -0.01
Si 28.491 4.031 5.539 -0.004 0.004 -0.001
Si 31.255 6.745 5.489 0.006 -0.008 -0.002
Si 28.469 -6.771 5.515 -0.033 0 0
Si 31.202 12.255 5.405 0.002 -0.023 0
Si 33.927 -1.408 5.308 0.001 -0.017 -0.005
Si 36.633 1.282 5.352 0.017 -0.002 0
Si 33.894 4.031 5.379 -0.006 0.014 0.007
Si -28.646 6.745 5.371 0.005 -0.007 -0.003
Si 33.937 9.475 5.469 0.003 -0.009 0.012
Si -28.614 12.186 5.354 -0.011 -0.004 -0.007
Si -25.889 -1.456 5.326 0 -0.015 -0.003
Si -23.177 1.287 5.331 0.01 0.005 0.004
Si -25.941 3.992 5.377 0.027 0.021 0.008
Si -23.123 6.722 5.425 0.017 0.003 0.018
Si -25.91 9.485 5.385 -0.004 0.025 -0.002
Si -23.176 12.213 5.333 -0.014 0.023 0.004
Si -20.451 -1.42 5.322 0.01 -0.002 0.012
Si -17.721 1.311 5.304 -0.007 0.009 0.005
Si -20.407 3.962 5.37 0.023 0.001 0.003
Si -17.669 6.729 5.408 -0.007 -0.008 0.023
Si -20.385 9.43 5.39 0.004 0 0.024
Si -17.682 12.201 5.299 -0.007 -0.005 0.006
Si -14.981 -1.412 5.295 -0.002 0.004 -0.003
Si -12.229 1.315 5.311 0.004 -0.004 0.013
Si -14.944 4.012 5.333 0.007 0.001 0.013
Si -12.214 6.79 5.301 -0.006 0.004 0.014
Si -14.95 9.505 5.305 -0.003 -0.011 0.001
Si -12.25 12.222 5.302 -0.009 -0.006 0.012
Si -9.498 -1.374 5.258 -0.007 -0.019 -0.003
Si -6.764 1.336 5.33 -0.004 -0.001 0.004
Si -9.467 4.087 5.312 -0.006 -0.005 0.01
Si -6.776 6.79 5.263 0.009 -0.004 -0.007
Si -9.49 9.492 5.261 0.004 -0.012 0.001
Si -6.773 12.251 5.27 0.012 0.014 0.007
Si -4.06 -1.356 5.342 0.009 -0.003 0.012
Si -1.343 1.421 5.441 -0.008 0.016 0.009
Si -4.05 4.102 5.357 -0.004 0.005 0.005
Si -1.313 6.86 5.445 -0.021 0.005 0.011
Si -4.071 -6.76 5.328 -0.004 0.008 0.006
Si -1.341 -4.018 5.435 0.002 0.025 0.01
Si 2.795 0.041 6.896 0.004 -0.009 -0.002
Si 5.52 2.779 6.918 -0.003 -0.009 -0.004
Si 2.792 5.497 6.875 0.007 -0.005 0.001
Si 5.531 -8.083 6.936 0.005 -0.004 -0.005
Si 2.789 -5.373 6.864 0.004 0.002 -0.007
Si 5.517 -2.67 6.939 0.004 0.002 -0.003
Si 8.224 0.051 6.961 -0.011 -0.003 -0.003
Si 10.923 2.747 7.022 0.005 -0.004 -0.001
Si 8.241 5.495 6.986 0.007 -0.007 -0.005
Si 10.939 -8.114 7.016 -0.003 -0.008 -0.004
Si 8.242 -5.38 6.965 -0.006 -0.003 -0.005
Si 10.94 -2.681 6.996 0.006 -0.005 -0.006
Si 13.632 0.026 7.072 0.007 -0.008 0
Si 16.319 2.732 7.064 -0.005 -0.011 -0.006
Si 13.629 5.459 7.086 0.004 -0.006 -0.002
Si 16.337 -8.138 7.084 0.001 -0.004 -0.001
Si 13.626 -5.415 7.052 -0.005 0 -0.004
Si 16.325 -2.701 7.077 0 0.008 0.002
Si 19.039 0.013 7.082 0.008 -0.001 -0.002
Si 21.722 2.739 7.037 -0.006 0.007 -0.006
Si 19.017 5.463 7.1 -0.001 0.01 0.001
Si 21.723 -8.135 7.043 -0.008 0 -0.006
Si 19.056 -5.417 7.09 0.002 0.003 -0.008
Si 21.743 -2.706 7.016 0.004 0.005 -0.008
Si 24.465 0.008 6.973 0.003 -0.003 -0.005
Si 27.147 2.688 6.916 0.011 0.003 0.001
Si 24.434 5.458 6.996 0.005 0.003 -0.004
Si 27.14 -8.137 6.912 0.006 0.009 0
Si 24.44 -5.402 6.978 0.002 0.011 0.002
Si 27.151 -2.688 6.892 -0.01 0.011 0
Si 29.87 0.012 6.836 0.005 0.006 -0.002
Si 32.564 2.688 6.779 -0.013 0.003 -0.002
Si 29.868 5.414 6.857 0.007 0.002 -0.002
Si 32.591 8.122 6.84 0.005 0.004 0.003
Si 29.865 10.904 6.83 -0.008 0.013 -0.004
Si 32.59 -2.73 6.752 0 0.011 -0.006
Si 35.276 -0.064 6.718 0.004 0.011 -0.002
Si -27.284 2.636 6.735 -0.012 -0.003 -0.005
Si -29.995 5.383 6.74 -0.007 -0.003 -0.004
Si -27.261 8.102 6.727 -0.002 -0.002 -0.005
Si -29.95 10.846 6.765 0.002 -0.003 0.006
Si -27.247 -2.781 6.717 0.002 -0.004 0.006
Si -24.525 -0.083 6.691 -0.004 -0.001 -0.004
Si -21.798 2.628 6.709 -0.004 0.01 -0.006
Si -24.533 5.353 6.719 -0.005 0.002 -0.006
Si -21.764 8.098 6.755 0.005 -0.01 0.003
Si -24.53 10.858 6.713 -0.013 0.012 -0.002
Si -21.803 -2.764 6.7 0.001 0.001 -0.002
Si -19.068 -0.057 6.671 -0.004 -0.011 -0.002
Si -16.34 2.663 6.673 -0.004 0.007 -0.011
Si -19.062 5.363 6.72 -0.005 0.014 0.003
Si -16.288 8.126 6.692 -0.002 0 -0.002
Si -19.027 10.838 6.69 0.002 -0.017 -0.003
Si -16.329 -2.765 6.671 0.01 -0.003 -0.002
Si -13.612 -0.043 6.653 -0.003 -0.004 -0.006
Si -10.864 2.707 6.644 0.001 0.01 -0.006
Si -13.584 5.412 6.657 -0.007 0.004 -0.001
Si -10.855 8.15 6.653 0.003 0.002 -0.002
Si -13.605 10.865 6.67 -0.001 0.014 0.004
Si -10.865 -2.733 6.632 0.002 -0.001 -0.001
Si -8.157 -0.02 6.657 0.01 -0.002 -0.007
Si -5.416 2.718 6.693 0.002 -0.001 0.001
Si -8.123 5.447 6.67 0 -0.004 -0.007
Si -5.438 8.167 6.656 0.005 -0.005 -0.005
Si -8.143 10.872 6.625 -0.002 0.001 -0.006
Si -5.434 -2.723 6.679 0 -0.006 -0.008
Si -2.703 0.004 6.736 0.001 -0.006 -0.009
Si 0.021 2.754 6.835 -0.006 0.006 -0.01
Si -2.705 5.47 6.743 0.012 -0.001 -0.006
Si 0.055 8.207 6.812 0.008 -0.017 -0.002
Si -2.709 -5.425 6.735 0.001 -0.002 -0.011
Si 0.032 -2.677 6.815 -0.007 -0.003 -0.003
Si 1.387 1.395 8.2 -0.009 -0.007 -0.002
Si 4.131 4.127 8.25 -0.004 -0.002 -0.004
Si 1.402 6.85 8.193 0.001 0.011 0.006
Si 4.129 -6.737 8.252 -0.008 0 0
Si 1.389 -4.033 8.193 -0.002 0.006 -0.006
Si 4.138 -1.315 8.271 0.001 0.012 -0.002
Si 6.853 1.414 8.302 -0.002 0.011 -0.004
Si 9.57 4.125 8.366 -0.006 0.006 -0.004
Si 6.861 6.857 8.313 -0.003 0.001 -0.002
Si 9.57 -6.751 8.352 0.006 0.005 -0.009
Si 6.862 -4.033 8.307 -0.009 0.001 -0.003
Si 9.569 -1.313 8.337 0.002 0.002 -0.009
Si 12.273 1.4 8.405 -0.004 0 -0.004
Si 14.98 4.095 8.439 0 0.001 -0.005
Si 12.273 6.846 8.407 0 0.001 -0.004
Si 14.974 -6.771 8.426 0.002 -0.005 -0.007
Si 12.275 -4.037 8.39 -0.003 -0.002 -0.005
Si 14.979 -1.337 8.436 -0.004 -0.013 0
Si 17.686 1.385 8.431 0 -0.003 -0.008
Si 20.386 4.089 8.425 0.001 -0.002 -0.003
Si 17.682 6.831 8.457 -0.001 0.003 0.002
Si 20.395 -6.788 8.437 -0.001 -0.007 0.005
Si 17.696 -4.046 8.435 0.002 0.006 -0.007
Si 20.404 -1.353 8.412 0.001 0.001 -0.004
Si 23.108 1.368 8.354 0.002 0.001 -0.007
Si 25.81 4.069 8.301 -0.003 0.003 -0.01
Si 23.098 6.82 8.376 -0.007 -0.003 -0.005
Si 25.801 -6.786 8.308 0.003 -0.015 0.006
Si 23.1 -4.062 8.373 -0.008 -0.001 -0.005
Si 25.819 -1.359 8.314 0.024 0.009 0.002
Si 28.529 1.343 8.251 -0.001 -0.004 0
Si 31.232 4.041 8.188 -0.003 -0.01 -0.008
Si 28.523 6.798 8.229 0.002 -0.002 -0.006
Si 31.225 9.511 8.177 0.003 -0.013 -0.005
Si 28.516 -4.073 8.228 -0.004 -0.017 -0.008
Si 31.241 -1.379 8.156 -0.009 -0.001 -0.013
Si 33.948 1.317 8.11 -0.007 -0.006 -0.012
Si -28.621 4.023 8.095 0.001 0.003 0.001
Si 33.969 6.75 8.152 -0.001 0.009 -0.002
Si -28.586 9.476 8.107 0.008 0.014 0.001
Si 33.957 -4.101 8.112 0.011 -0.01 -0.014
Si -28.608 -1.407 8.076 -0.004 -0.002 -0.006
Si -25.879 1.288 8.064 0.003 0.006 -0.006
Si -23.146 4.009 8.065 0.001 -0.001 0.004
Si -25.876 6.745 8.07 0.002 -0.005 -0.002
Si -23.144 9.49 8.06 0.006 -0.007 -0.009
Si -25.875 -4.116 8.091 0.012 0.003 0.004
Si -23.148 -1.407 8.07 -0.003 -0.004 -0.001
Si -20.415 1.291 8.059 0 -0.001 -0.005
Si -17.678 4.024 8.058 0.002 0.011 0.003
Si -20.407 6.73 8.089 -0.008 -0.005 0.008
Si -17.669 9.478 8.045 -0.002 0.014 -0.002
Si -20.413 -4.126 8.039 0.001 0.005 -0.004
Si -17.692 -1.406 8.03 -0.004 0.003 0
Si -14.974 1.306 8.025 -0.009 -0.008 0.003
Si -12.235 4.048 8.017 -0.002 -0.003 0
Si -14.939 6.76 8.038 0.023 0.014 0.007
Si -12.234 9.5 8.011 -0.004 0 -0.001
Si -14.969 -4.112 8.036 -0.005 -0.008 0.005
Si -12.237 -1.389 8.005 -0.001 0.002 -0.004
Si -9.516 1.347 8.013 0.003 0.002 -0.004
Si -6.785 4.08 8.041 0.005 0.01 0.004
Si -9.513 6.785 8.023 0.002 -0.001 -0.001
Si -6.805 9.518 8.018 -0.005 -0.006 -0.009
Si -9.518 -4.102 7.994 -0.001 0.003 0.003
Si -6.808 -1.374 8.031 -0.007 -0.008 0.003
Si -4.073 1.364 8.075 0.002 0.003 0.002
Si -1.355 4.125 8.139 0.004 -0.004 0.002
Si -4.09 6.828 8.064 -0.003 -0.003 0.002
Si -1.35 -6.767 8.128 -0.01 0.004 -0.003
Si -4.083 -4.068 8.072 0.005 0.007 0.002
Si -1.347 -1.325 8.139 0.006 0.005 0.006
Si 0.015 0.019 9.52 -0.002 0.002 0.001
Si 2.747 2.751 9.57 -0.001 -0.001 -0.002
Si 0.016 5.468 9.505 0 0 -0.003
Si 2.753 -8.121 9.571 0.004 -0.008 0
Si 0.009 -5.417 9.508 0.005 -0.009 -0.006
Si 2.747 -2.688 9.58 0.001 0.001 0
Si 5.482 0.045 9.64 -0.003 -0.009 0.003
Si 8.193 2.761 9.695 0.002 -0.01 0.002
Si 5.482 5.476 9.631 -0.009 -0.004 -0.002
Si 8.207 -8.117 9.697 0.004 -0.004 -0.002
Si 5.484 -5.398 9.635 0.009 0 -0.003
Si 8.205 -2.676 9.684 -0.006 -0.005 -0.002
Si 10.906 0.033 9.736 -0.001 -0.001 0
Si 13.62 2.747 9.791 0.005 0.002 0.001
Si 10.914 5.479 9.748 0.004 -0.003 0.003
Si 13.625 -8.128 9.786 -0.003 -0.001 0.002
Si 10.918 -5.404 9.735 -0.002 0.002 0.001
Si 13.619 -2.694 9.781 -0.002 0.009 0.004
Si 16.34 0.023 9.795 -0.006 0.005 -0.001
Si 19.042 2.738 9.799 -0.004 0.003 -0.002
Si 16.332 5.461 9.804 0.003 0.001 0.001
Si 19.045 -8.136 9.806 -0.005 -0.001 0
Si 16.333 -5.409 9.785 0.002 -0.003 -0.004
Si 19.051 -2.691 9.797 0.005 -0.003 -0.001
Si 21.763 0.021 9.751 -0.001 -0.009 -0.002
Si 24.466 2.732 9.7 0.008 0.002 0
Si 21.755 5.459 9.755 -0.007 0.002 0.003
Si 24.465 -8.135 9.71 -0.003 0.013 0.004
Si 21.762 -5.415 9.766 0 -0.003 0.001
Si 24.466 -2.7 9.708 -0.005 -0.001 -0.006
Si 27.186 0 9.646 0.003 -0.006 0.007
Si 29.887 2.71 9.587 -0.007 0.017 0.002
Si 27.176 5.45 9.627 0.013 -0.003 0.001
Si 29.885 8.159 9.577 -0.013 0.01 0.002
Si 27.178 -5.423 9.637 0.005 0.013 0.008
Si 29.893 -2.716 9.562 0.003 0.007 0.002
Si 32.604 -0.021 9.51 -0.002 0.011 0
Si -29.966 2.672 9.474 -0.005 0.005 0.002
Si 32.606 5.406 9.525 -0.001 -0.004 -0.004
Si -29.939 8.126 9.479 0.007 -0.014 -0.002
Si 32.612 -5.45 9.507 0.002 0.011 -0.001
Si -29.95 -2.754 9.469 -0.006 -0.003 0.004
Si -27.235 -0.053 9.441 0.002 -0.002 0.003
Si -24.505 2.654 9.42 0.009 0 -0.001
Si -27.233 5.388 9.434 -0.004 0.003 0.003
Si -24.498 8.116 9.414 -0.006 0.009 0.002
Si -27.214 -5.487 9.453 0.005 -0.009 0.004
Si -24.497 -2.762 9.438 -0.006 0.007 0.01
Si -21.771 -0.055 9.426 0.002 -0.003 0.003
Si -19.049 2.666 9.409 -0.008 -0.002 -0.001
Si -21.783 5.376 9.429 -0.002 0.016 0.004
Si -19.034 8.117 9.408 -0.003 -0.011 -0.005
Si -21.767 -5.479 9.415 -0.008 0.005 0
Si -19.047 -2.765 9.396 0.002 0.007 0.003
Si -16.331 -0.046 9.396 0.003 -0.003 0.002
Si -13.61 2.685 9.372 -0.004 0.01 -0.002
Si -16.316 5.403 9.397 -0.01 0.001 -0.002
Si -13.59 8.135 9.382 0.002 -0.012 0.003
Si -16.323 -5.475 9.402 -0.002 -0.01 0.003
Si -13.601 -2.742 9.374 0.003 -0.001 0.001
Si -10.891 -0.014 9.366 0 0.002 -0.008
Si -8.164 2.713 9.379 0.005 0.007 -0.003
Si -10.882 5.416 9.377 0.001 0.004 0.006
Si -8.169 8.157 9.383 -0.003 0.007 0.003
Si -10.887 -5.452 9.366 -0.002 -0.005 -0.004
Si -8.175 -2.742 9.373 0.004 0 -0.005
Si -5.455 -0.008 9.399 -0.003 -0.002 -0.006
Si -2.72 2.728 9.449 0.008 -0.001 -0.005
Si -5.444 5.447 9.413 0.005 -0.001 0.001
Si -2.728 8.172 9.449 0.007 -0.009 0
Si -5.454 -5.447 9.404 0.006 -0.002 -0.002
Si -2.725 -2.714 9.451 0.001 -0.004 -0.002
Si 1.368 -1.328 10.906 -0.007 0.001 0.003
Si 4.091 1.4 10.963 -0.004 0.007 -0.001
Si 1.361 4.11 10.889 -0.006 0.009 0.002
Si 4.096 -9.489 10.951 0.005 0.002 0.001
Si 1.361 -6.772 10.892 0 -0.005 0.004
Si 4.101 -4.041 10.96 -0.001 -0.004 -0.001
Si 6.829 -1.313 11.017 0 0.011 -0.002
Si 9.539 1.404 11.073 -0.005 0.005 -0.003
Si 6.818 4.122 11.03 -0.001 0.003 0
Si 9.546 -9.475 11.087 -0.005 0 0
Si 6.824 -6.757 11.021 -0.011 0.001 0.002
Si 9.547 -4.038 11.066 0.004 -0.001 -0.002
Si 12.253 -1.321 11.115 0 0.005 -0.002
Si 14.984 1.389 11.149 0 -0.013 -0.002
Si 12.263 4.125 11.128 -0.002 0.004 0.003
Si 14.978 -9.488 11.155 -0.001 -0.007 0.002
Si 12.261 -6.758 11.124 0.004 0.007 -0.003
Si 14.98 -4.046 11.149 -0.006 -0.003 -0.008
Si 17.7 -1.328 11.166 0.006 0.001 -0.003
Si 20.413 1.374 11.141 0.002 -0.003 -0.003
Si 17.699 4.108 11.165 0.002 -0.003 0.002
Si 20.412 -9.507 11.139 -0.005 0.003 -0.002
Si 17.687 -6.766 11.152 -0.002 0 -0.005
Si 20.41 -4.058 11.143 -0.004 -0.006 -0.001
Si 23.122 -1.346 11.098 0.008 0.003 0
Si 25.833 1.357 11.028 0.017 -0.008 -0.003
Si 23.122 4.089 11.092 -0.008 0.005 -0.007
Si 25.834 -9.517 11.033 -0.006 -0.005 -0.003
Si 23.126 -6.783 11.107 -0.005 -0.004 0.002
Si 25.828 -4.078 11.04 0.001 -0.004 0.004
Si 28.55 -1.375 10.973 0.002 0.003 -0.002
Si 31.258 1.332 10.906 -0.01 -0.003 -0.003
Si 28.541 4.077 10.962 0.002 0.001 -0.003
Si 31.26 6.774 10.902 0.015 -0.011 -0.004
Si 28.539 9.513 10.972 0.007 -0.011 0.004
Si 31.264 -4.091 10.892 -0.012 -0.014 -0.015
Si 33.983 -1.387 10.845 -0.004 0.005 -0.007
Si -28.579 1.319 10.815 -0.001 0.009 0.003
Si -31.304 4.038 10.86 -0.006 0.003 -0.005
Si -28.565 6.762 10.812 0 0.011 0.001
Si -31.29 9.497 10.841 0.004 -0.004 -0.006
Si -28.571 -4.123 10.809 0.012 -0.007 -0.001
Si -25.851 -1.398 10.798 0.004 -0.003 0.001
Si -23.123 1.316 10.781 0.002 -0.003 0.002
Si -25.846 4.037 10.778 0.006 -0.009 -0.002
Si -23.128 6.765 10.777 0 -0.007 0.002
Si -25.833 9.478 10.795 0.003 0 0.005
Si -23.117 -4.117 10.786 0.002 0.013 0.005
Si -20.394 -1.408 10.772 -0.005 -0.003 -0.003
Si -17.682 1.315 10.768 -0.001 0 0.003
Si -20.404 4.028 10.778 0.001 0.005 0.003
Si -17.676 6.762 10.764 0 0.012 0.002
Si -20.394 9.482 10.768 0.001 -0.01 -0.003
Si -17.682 -4.117 10.763 -0.007 0 0
Si -14.959 -1.397 10.751 0 -0.004 0.002
Si -12.252 1.332 10.74 0.001 -0.002 0.004
Si -14.965 4.037 10.75 0.005 0.009 0.007
Si -12.247 6.771 10.741 -0.003 0.01 0.004
Si -14.966 9.478 10.747 0.003 0.01 0.004
Si -12.254 -4.106 10.733 0 0.005 0.002
Si -9.543 -1.383 10.724 0.004 -0.007 0.001
Si -6.817 1.353 10.746 -0.001 0 0.001
Si -9.535 4.055 10.745 0.005 -0.011 0.001
Si -6.825 6.796 10.758 -0.001 0.002 -0.001
Si -9.547 9.505 10.735 -0.004 0.001 0.002
Si -6.829 -4.094 10.751 -0.008 0 0.005
Si -4.107 -1.358 10.78 0.003 0.006 0.002
Si -1.366 1.384 10.834 0.005 0.001 0.003
Si -4.093 4.086 10.783 0.001 0.001 0.002
Si -1.371 6.818 10.827 0.004 0.001 0
Si -4.106 9.523 10.792 -0.002 0.001 0.001
Si -1.374 -4.062 10.838 -0.001 0.012 0.001
Si 2.717 0.026 12.294 0.005 -0.006 0.001
Si 5.438 2.747 12.354 -0.01 -0.005 -0.003
Si 2.715 5.456 12.271 0 -0.005 -0.006
Si 5.451 -8.146 12.331 -0.005 -0.008 -0.004
Si 2.725 -5.428 12.268 0 0.005 0.002
Si 5.45 -2.683 12.34 0.013 0.005 -0.006
Si 8.17 0.036 12.407 0 -0.007 -0.005
Si 10.885 2.76 12.457 0.002 -0.008 -0.001
Si 8.173 5.472 12.415 -0.001 0.004 0.002
Si 10.894 -8.119 12.47 0.004 -0.004 0.003
Si 8.175 -5.402 12.401 -0.001 0.002 -0.004
Si 10.89 -2.688 12.454 -0.004 -0.006 0.001
Si 13.61 0.032 12.486 -0.002 -0.003 -0.004
Si 16.342 2.747 12.519 -0.006 0.004 -0.001
Si 13.615 5.478 12.509 0.002 0 0.002
Si 16.343 -8.128 12.516 0.007 0.013 0
Si 13.62 -5.408 12.5 0 -0.002 0
Si 16.335 -2.688 12.521 -0.003 0.003 0.005
Si 19.064 0.027 12.53 0 0 0
Si 21.776 2.744 12.488 -0.004 0.001 0.002
Si 19.068 5.465 12.522 0.003 0.005 0.002
Si 21.774 -8.142 12.48 -0.005 -0.004 -0.002
Si 19.047 -5.41 12.509 -0.006 -0.006 -0.004
Si 21.776 -2.696 12.489 -0.007 0.002 -0.003
Si 24.486 0.024 12.433 0.003 0.007 0.001
Si 27.202 2.725 12.354 -0.007 0.01 -0.004
Si 24.487 5.455 12.43 0.001 -0.004 0.004
Si 27.191 -8.146 12.38 0.01 0.007 0.008
Si 24.489 -5.421 12.453 -0.003 0.003 0.004
Si 27.188 -2.703 12.371 0.014 0 0.003
Si 29.913 -0.006 12.306 0.001 0.002 0.001
Si 32.62 2.697 12.245 -0.007 -0.006 0.002
Si 29.907 5.434 12.303 -0.014 -0.004 -0.001
Si 32.648 8.14 12.218 -0.009 0.003 0.003
Si 29.92 10.886 12.288 0.014 0.02 0.002
Si 32.633 -2.732 12.233 0.006 0.005 0.004
Si 35.353 -0.035 12.197 -0.003 -0.001 0.006
Si -27.193 2.685 12.148 0.01 0.019 0.001
Si -29.92 5.411 12.181 -0.002 -0.003 -0.003
Si -27.188 8.121 12.156 0 -0.01 -0.004
Si -29.912 10.844 12.192 -0.004 0.003 -0.001
Si -27.194 -2.77 12.156 -0.01 -0.002 -0.001
Si -24.469 -0.041 12.147 -0.001 0.008 0.004
Si -21.764 2.679 12.144 -0.004 -0.006 0.005
Si -24.484 5.407 12.137 0.002 0.015 -0.004
Si -21.753 8.125 12.132 0 0.002 -0.003
Si -24.465 10.84 12.152 0.007 -0.012 0.007
Si -21.74 -2.764 12.141 0.002 0.004 -0.002
Si -19.035 -0.044 12.131 -0.007 -0.009 0.004
Si -16.322 2.682 12.125 -0.011 0 0.007
Si -19.038 5.404 12.123 -0.005 0.008 -0.005
Si -16.325 8.127 12.124 -0.004 -0.011 0.003
Si -19.032 10.841 12.132 -0.003 0.004 0.004
Si -16.313 -2.759 12.117 0.004 0.002 -0.001
Si -13.605 -0.029 12.11 -0.001 0.004 0
Si -10.901 2.696 12.107 0.001 0.007 0.002
Si -13.615 5.414 12.1 0.008 0 0.002
Si -10.907 8.143 12.101 0.006 0.001 0.002
Si -13.619 10.853 12.092 -0.005 -0.016 0
Si -10.905 -2.738 12.091 0 0.007 -0.007
Si -8.192 -0.014 12.079 -0.003 0 -0.005
Si -5.464 2.714 12.113 0.009 0.005 -0.001
Si -8.19 5.425 12.106 -0.002 0.006 0.006
Si -5.479 8.151 12.133 0.001 -0.008 -0.001
Si -8.206 10.869 12.099 -0.001 -0.01 -0.002
Si -5.479 -2.728 12.117 -0.002 -0.005 -0.004
Si -2.751 0.007 12.14 0 -0.004 -0.012
Si -0.009 2.731 12.215 -0.004 -0.006 0
Si -2.732 5.432 12.155 0.011 0 -0.005
Si -0.016 8.162 12.207 -0.002 -0.004 -0.004
Si -2.751 -5.44 12.164 0.008 -0.003 0.002
Si -0.015 -2.709 12.213 0.006 0 -0.001
Si 1.332 1.389 13.617 -0.008 0.013 0.005
Si 4.047 4.106 13.673 -0.006 0.015 0.004
Si 1.328 6.805 13.595 -0.003 0.004 0.006
Si 4.061 -6.8 13.65 0.016 -0.005 0.006
Si 1.348 -4.062 13.583 -0.001 -0.004 0.009
Si 4.078 -1.322 13.676 -0.004 -0.002 0.001
Si 6.791 1.396 13.739 0.002 0.001 0.004
Si 9.522 4.123 13.807 0.001 -0.007 0.002
Si 6.792 -9.483 13.737 -0.003 -0.004 0.004
Si 9.513 -6.751 13.799 -0.009 0.013 0.006
Si 6.8 -4.034 13.723 -0.013 0.007 0.001
Si 9.516 -1.322 13.786 -0.002 0.008 0.007
Si 12.244 1.404 13.821 0.004 0.002 -0.007
Si 14.979 4.115 13.867 0.007 -0.007 0.004
Si 12.249 -9.471 13.853 -0.001 0.005 0.009
Si 14.982 -6.763 13.871 -0.002 -0.005 -0.002
Si 12.245 -4.039 13.833 0.011 0.005 0
Si 14.96 -1.319 13.863 -0.015 0.013 0
Si 17.708 1.4 13.892 0.004 -0.004 0.007
Si 20.438 4.107 13.879 -0.007 0.003 0
Si 17.716 -9.479 13.877 0.001 -0.006 -0.001
Si 20.415 -6.781 13.844 -0.012 0 -0.008
Si 17.696 -4.052 13.885 0.005 -0.005 0.004
Si 20.433 -1.342 13.881 0.01 -0.014 0.004
Si 23.144 1.377 13.832 0.003 -0.002 -0.003
Si 25.853 4.063 13.748 0.018 -0.014 -0.006
Si 23.138 -9.51 13.824 -0.011 0.003 0.001
Si 25.847 -6.8 13.798 0 -0.005 0.006
Si 23.141 -4.058 13.84 0.004 -0.004 0
Si 25.85 -1.337 13.775 -0.011 0.003 0.007
Si 28.563 1.354 13.692 0.001 -0.007 -0.009
Si 31.264 4.046 13.635 0 0.012 0.006
Si 28.565 -9.529 13.697 0.006 -0.001 0.007
Si 31.311 9.507 13.591 0.001 -0.015 -0.002
Si 28.556 -4.091 13.679 0.011 -0.014 -0.004
Si 31.284 -1.38 13.627 -0.013 0.006 -0.003
Si 33.998 1.331 13.567 -0.011 0.008 0.004
Si -28.528 4.065 13.512 -0.002 -0.005 -0.001
Si 34.021 6.775 13.558 0.012 -0.008 0.002
Si -28.529 9.477 13.53 0.008 -0.008 0.002
Si 34.021 -4.101 13.55 -0.005 -0.005 -0.004
Si 36.738 -1.411 13.52 0.004 0.001 0.001
Si -25.815 1.336 13.499 0.005 -0.009 0
Si -23.111 4.066 13.497 0 0.008 0.005
Si -25.824 6.772 13.514 -0.003 0.003 0.007
Si -23.087 9.494 13.511 0.005 -0.005 0.012
Si -25.822 -4.12 13.516 0.001 0.014 0.003
Si -23.089 -1.397 13.497 0.009 -0.007 -0.002
Si -20.393 1.318 13.493 -0.002 0.004 0.009
Si -17.679 4.053 13.486 -0.007 0.011 0.003
Si -20.387 6.771 13.49 -0.001 -0.006 0.002
Si -17.67 9.49 13.501 -0.004 0.005 0.011
Si -20.377 -4.119 13.506 -0.011 0.002 0.002
Si -17.658 -1.396 13.483 0.007 0 0.001
Si -14.956 1.323 13.485 0.003 -0.005 0.009
Si -12.264 4.061 13.464 -0.005 0.01 0.004
Si -14.975 6.76 13.478 0.001 0 0.005
Si -12.281 9.498 13.457 -0.005 0.012 0.001
Si -14.965 -4.128 13.483 0.001 -0.003 0.005
Si -12.254 -1.396 13.472 0.017 -0.008 0.006
Si -9.552 1.316 13.458 0.008 -0.009 0.002
Si -6.835 4.058 13.461 0.004 -0.007 0.002
Si -9.567 6.773 13.46 -0.002 0.005 0.004
Si -6.873 9.506 13.466 -0.007 0.015 0.003
Si -9.569 -4.098 13.462 -0.007 0.005 0.004
Si -6.851 -1.362 13.452 -0.009 0.007 0
Si -4.11 1.363 13.485 0.009 -0.006 -0.001
Si -1.389 4.08 13.547 0.003 0.006 0.008
Si -4.118 6.777 13.482 0.002 0.001 -0.003
Si -1.397 9.514 13.531 0.006 -0.003 0.003
Si -4.134 -4.081 13.495 -0.001 0.006 0.009
Si -1.405 -1.338 13.518 -0.009 0.008 -0.003
Si -0.077 0.018 14.909 -0.008 -0.012 0.001
Si 2.678 2.737 15.018 0.006 -0.008 0.009
Si -0.028 5.417 14.927 0 -0.006 0.011
Si 2.68 8.146 14.979 0.008 -0.007 0.006
Si -0.02 -5.459 14.883 0.01 0.006 0.001
Si 2.691 -2.707 14.971 0.008 -0.004 0.002
Si 5.425 0.026 15.081 0.003 0.001 -0.001
Si 8.138 2.747 15.127 -0.003 -0.006 -0.004
Si 5.401 5.46 15.044 0.001 -0.01 -0.001
Si 8.138 -8.127 15.128 -0.007 0.003 0.006
Si 5.425 -5.442 15.003 -0.005 -0.004 -0.009
Si 8.135 -2.676 15.127 -0.004 -0.009 0.004
Si 10.879 0.031 15.151 0.002 -0.005 0.001
Si 13.588 2.763 15.202 -0.002 -0.008 0.001
Si 10.874 5.485 15.193 0.009 -0.002 0
Si 13.616 -8.114 15.226 0.002 -0.004 0.003
Si 10.864 -5.386 15.177 -0.002 -0.005 -0.001
Si 13.595 -2.685 15.214 -0.006 -0.003 0.004
Si 16.312 0.049 15.228 -0.008 -0.013 -0.002
Si 19.08 2.763 15.258 0.004 0.006 0.004
Si 16.35 5.478 15.221 -0.003 0.004 0.002
Si 19.088 -8.128 15.245 0.002 0.006 0.008
Si 16.337 -5.412 15.253 -0.004 0 0.006
Si 19.067 -2.702 15.248 -0.002 0.01 0.001
Si 21.807 0.025 15.229 -0.002 0.002 0.002
Si 24.521 2.734 15.176 -0.005 0.02 0.003
Si 21.813 5.463 15.24 -0.001 -0.012 -0.004
Si 24.489 -8.159 15.19 -0.002 0 0.006
Si 21.772 -5.427 15.195 0.004 0.006 0.002
Si 24.505 -2.676 15.179 0.005 0.003 0.006
Si 27.207 0.048 15.111 0.011 0.013 -0.003
Si 29.926 2.692 15.05 -0.015 -0.003 -0.004
Si 27.217 5.419 15.08 -0.017 -0.007 0
Si 29.953 -8.133 14.983 0.007 0.001 0.005
Si 27.226 -5.413 15.113 0.005 0.018 0.008
Si 29.912 -2.717 15.002 -0.008 0.002 0.002
Si 32.653 -0.017 14.963 0.017 0.009 0.011
Si 35.405 2.7 14.855 0.002 0.014 -0.006
Si 32.651 5.432 14.92 -0.014 0.004 0
Si 35.42 8.11 14.907 -0.003 -0.009 0.005
Si 32.7 10.852 14.924 0.007 0.007 0.005
Si 35.392 -2.758 14.905 0.002 0.003 0.007
Si 38.132 -0.059 14.84 0.001 0.01 -0.001
Si -24.474 2.721 14.859 -0.004 0.001 0.004
Si -27.182 5.431 14.89 -0.001 0.001 0.01
Si -24.458 8.139 14.86 0.005 -0.002 -0.004
Si -27.172 10.842 14.889 -0.008 -0.017 0.008
Si -24.427 -2.769 14.853 -0.007 0 0.007
Si -21.738 -0.036 14.87 -0.004 -0.009 0.014
Si -19.039 2.695 14.842 0.002 0 0.007
Si -21.746 5.425 14.861 -0.007 0.012 0.006
Si -19.032 8.13 14.859 0.003 -0.002 -0.001
Si -21.722 10.849 14.887 0.006 -0.002 0.01
Si -18.99 -2.767 14.85 -0.011 -0.005 0.003
Si -16.302 -0.045 14.855 -0.002 -0.005 0.007
Si -13.605 2.702 14.837 0.009 0.003 0.005
Si -16.32 5.405 14.861 -0.003 0.01 0.013
Si -13.636 8.142 14.828 0.004 0.006 0.012
Si -16.307 10.841 14.88 0 -0.004 0
Si -13.6 -2.772 14.833 -0.006 0.003 -0.003
Si -10.897 -0.045 14.842 -0.001 -0.006 0.005
Si -8.199 2.687 14.8 -0.004 -0.003 0.001
Si -10.934 5.433 14.836 -0.001 0.004 0.001
Si -8.232 8.136 14.823 -0.004 -0.007 0.004
Si -10.947 10.87 14.817 0.003 -0.012 0.005
Si -8.225 -2.711 14.804 0.007 -0.002 0.011
Si -5.494 0.001 14.802 0.002 0.002 -0.007
Si -2.761 2.706 14.875 0.004 -0.011 0.01
Si -5.469 5.398 14.827 0.006 0.001 0.008
Si -2.775 8.13 14.849 0.01 -0.012 0.006
Si -5.532 -5.443 14.818 -0.004 -0.007 -0.003
Si -2.774 -2.707 14.842 0.008 0.004 -0.001
O 1.164 -0.963 23.071 -0.416 0.332 0.331
O 3.369 -4.148 -5.442 -0.2 -0.173 -0.02
O 3.551 -0.028 22.762 0.337 -0.153 -0.091
O 4.102 2.622 24.057 -0.159 0.252 -0.417
O 12.259 1.586 -2.382 0.195 -0.406 -0.343
O 2.614 5.485 22.162 0.145 -0.034 0.451
O 3.924 7.495 23.191 0.359 0.321 0.354
O 7.761 -0.293 25.27 0.224 -0.462 0.128
O -0.299 8.133 22.058 -0.02 -0.1 0.335
O 4.656 4.218 25.871 0.267 0.419 -0.144
O 5.225 -2.788 22.094 -0.16 0.124 0.421
O 6.5 -0.792 23.1 0.007 0.311 0.041
O 9.004 1.268 23.476 0.139 -0.267 0.396
O 10.794 2.858 22.409 0.282 0.09 0.095
O 6.228 4.828 -6.387 0.351 -0.474 -0.192
O 8.088 5.594 22.293 0.122 -0.334 0.417
O 9.807 7.385 23.121 -0.033 0.351 0.317
O 11.741 -7.129 23.251 -0.088 0.261 0.214
O 6.65 -7.302 23.264 -0.038 -0.329 0.115
O 8.037 -5.407 22.249 -0.096 0.068 0.319
O 9.497 -3.642 23.458 -0.158 0.38 0.118
O 10.826 -0.493 -2.91 0.349 -0.078 -0.047
O 12.93 -3.562 24.415 -0.467 -0.485 -0.183
O 13.653 0.169 22.43 -0.08 -0.132 0.351
O 15.361 2.045 23.311 -0.345 0.422 0.232
O 17.39 1.105 24.694 0.173 0.142 0.245
O 12.6 4.667 23.05 0.357 0.046 0.108
O 17.194 -1.253 23.353 -0.412 -0.502 0.115
O 14.479 6.498 23.339 0.051 0.053 0.235
O 14.391 -7.114 -5.613 -0.213 0.484 0.041
O 13.527 -5.45 22.247 0.04 -0.077 0.309
O 19.084 0.037 22.227 -0.147 0.059 -0.008
O 22.331 3.712 23.475 -0.01 0.245 0.562
O 19.176 5.409 22.528 -0.149 0.006 0.462
O 21.537 -7.88 25.548 0.081 -0.269 0.116
O 16.277 -8.043 22.536 -0.123 0.111 0.557
O 17.869 -6.061 23.389 0.134 -0.171 0.474
O 20.089 -4.674 23.167 0.101 -0.079 0.143
O 21.733 -2.757 22.391 -0.142 -0.031 0.331
O 26.88 2.666 23.282 -0.283 0.519 0.346
O -32.005 7.106 -5.674 0.205 -0.141 -0.408
O 29.312 3.233 22.924 0.427 0.115 0.385
O 24.442 5.094 22.986 0.209 -0.116 -0.219
O 31.007 0.373 24.738 0.157 -0.066 0.307
O 25.461 5.362 25.484 -0.034 -0.143 -0.058
O 23.487 6.937 24.595 0.153 -0.229 0.528
O 24.629 -5.473 22.351 -0.167 0.032 0.587
O 27.727 -7.77 22.335 0.056 0.015 0.336
O -31.863 4.057 23.053 -0.491 -0.079 -0.135
O 30.167 5.429 22.025 -0.039 -0.07 0.269
O 31.324 7.381 23.084 -0.101 0.599 0.104
O -28.27 5.142 -5.142 -0.02 0.063 -0.437
O 31.642 -3.977 23.305 0.085 -0.238 0.458
O 31.818 5.387 24.745 -0.342 -0.218 0.216
O -29.964 -0.326 22.082 -0.249 0.073 0.682
O -31.63 -2.482 22.578 0.274 -0.127 -0.156
O -27.014 3.452 22.8 0.016 -0.064 0.088
O -26.397 -0.317 -6.066 0.119 0.136 0.143
O -31.654 -7.168 22.88 -0.327 -0.137 -0.075
O -29.829 -5.338 22.143 0.058 0.027 0.142
O -27.452 -1.27 24.736 -0.2 0.525 0.05
O -26.856 -2.716 -4.983 0.008 0.219 -0.22
O -24.343 0.051 21.88 -0.144 -0.035 0.439
O -22.855 1.908 22.89 -0.21 -0.045 0.32
O -25.144 5.215 22.265 0.061 0.309 -0.09
O -27.715 8.015 25.106 -0.097 0.36 0.294
O -26.514 -7.304 23.066 -0.66 0.121 -0.101
O -22.03 -5.45 24.03 0.196 0.288 0.053
O -23.564 -3.663 22.954 -0.039 0.649 0.117
O -22.929 -3.629 -6.522 0.084 -0.218 0.222
O -18.382 -4.498 -5.117 -0.138 -0.066 0.036
O -19.747 -1.214 22.927 0.497 0.49 0.273
O -16.277 2.667 22.046 -0.209 0.053 0.116
O -20.954 3.739 22.845 0.138 0.333 0.328
O -19.14 5.308 21.91 0.231 -0.152 0.493
O -22.184 3.149 25.086 0.443 -0.268 0.111
O -17.819 7.075 23.087 0.016 0.276 0.284
O -19.994 -6.788 23.145 0.33 -0.346 0.051
O -18.438 -4.324 22.823 -0.598 -0.131 -0.011
O -13.265 5.147 -5.626 -0.324 0.356 0.005
O -16.346 -2.796 22.155 -0.041 -0.022 0.329
O -10.704 -3.366 25.354 0.286 -0.011 0.007
O -3.852 -4.048 -4.8 -0.16 -0.106 -0.177
O -14.252 3.995 22.974 0.225 -0.377 0.246
O -12.568 6.036 22.828 0.13 0.136 0.468
O -10.961 7.959 22.029 0.126 -0.209 0.17
O -15.668 2.393 -2.504 -0.585 -0.304 0.43
O -15.53 -7.486 23.444 -0.587 0.216 0.195
O -12.685 -3.806 23.152 0.138 0.253 0.069
O -7.725 7.716 -3.533 0.119 -0.116 -0.265
O -7.325 1.032 23.228 0.235 0.155 0.398
O -8.385 -2.725 -5.647 0.09 -0.323 0.084
O -12.421 1.069 22.931 -0.305 -0.148 0.279
O -11.298 -0.976 24.143 -0.023 -0.334 -0.449
O -1.142 7.524 25.626 0.289 -0.212 -0.145
O -7.003 7.022 -1.262 -0.223 0.41 -0.238
O -6.118 -3.444 22.717 -0.289 0.017 0.214
O -4.092 -1.926 23.026 0.467 0.182 0.437
O -2.832 -0.079 21.905 -0.008 0.15 0.42
O -1.056 1.356 23.012 0.406 -0.43 0.519
O -5.596 2.706 22.21 0.007 -0.255 0.254
O -4.156 4.726 23.031 -0.182 -0.08 0.396
O -7.028 -4.604 -1.47 -0.153 -0.18 -0.123
O -2.112 6.39 22.793 -0.324 0.244 0.212
O 28.907 1.375 -5.477 -0.419 -0.495 0.042
O -4.098 -4.292 24.251 -0.169 -0.129 0.373
O -1.942 -4.667 22.827 -0.071 0.157 0.488
O 3.753 0.727 -6.803 0.268 0.077 0.545
O -5.027 0.011 -3.525 0.244 0.029 -0.295
O 2.563 -0.041 25.193 -0.374 0.209 -0.037
O 10.196 2.025 -5.258 0.579 -0.323 -0.174
O -2.169 -4.573 -2.891 -0.25 -0.448 0.208
O 7.29 -4.126 -2.447 -0.399 0.199 -0.017
O 3.741 4.647 -5.426 -0.314 -0.288 0.152
O 0.799 -6.036 22.904 -0.064 0.544 -0.017
O 12.179 -3.811 -2.48 -0.401 -0.118 0.225
O 5.49 1.798 22.213 0.254 -0.212 -0.388
O 11.412 3.723 -3.553 -0.218 0.094 0.301
O 11.846 -1.405 23.407 -0.651 0.216 0.1
O 7.633 6.604 -5.117 0.054 0.509 0.088
O -5.152 7.497 -3.116 0.345 -0.307 -0.371
O 10.311 -7.738 25.404 -0.697 -0.279 0.446
O 11.1 -2.494 -4.534 0.512 0.109 -0.474
O 26.331 -6.744 -5.992 0.02 -0.177 0.28
O -23.272 1.369 -1.605 0.452 -0.156 -0.149
O -27.077 5.194 -0.412 -0.052 -0.097 -0.235
O 14.457 -4.145 -1.114 0.023 -0.168 -0.308
O 17.612 3.409 23.309 0.279 0.284 0.271
O 13.165 -4.142 -4.845 -0.059 -0.367 -0.272
O 13.64 5.034 25.359 0.321 -0.25 -0.295
O -4.029 -6.852 -1.71 0.287 0.265 -0.225
O 15.749 7.024 -5.059 0.425 -0.395 -0.028
O 11.002 5.437 -0.15 -0.23 -0.058 -0.519
O 25.074 4.04 -2.968 0.644 -0.035 0.066
O 3.066 -2.353 24.167 0.071 0.029 -0.091
O 25.513 0.53 23.6 -0.338 -0.126 -0.203
O -13.354 -0.509 -5.571 0.046 -0.397 0.169
O 1.68 -4.615 24.846 -0.413 0.414 0.549
O 23.31 0.677 -5.344 -0.418 -0.401 -0.513
O -29.392 3.327 -3.441 0.457 0.121 0.359
O 25.188 -2.223 -4.983 -0.67 -0.145 -0.558
O 21.003 1.053 -4.27 0.084 0.3 0.381
O 23.296 3.759 -1.099 -0.112 0.368 -0.458
O 14.062 3.369 -3.335 0.083 0.19 0.251
O 30.376 6.944 -1.422 -0.06 -0.285 -0.255
O 21.407 -0.815 25.453 -0.218 -0.243 -0.366
O 19.643 -6.072 25.315 -0.18 -0.134 0.304
O -19.438 -7.58 -3.419 0.369 0.191 0.312
O 22.915 -0.652 23.284 -0.012 0.27 0.158
O 22.548 -0.546 -3.084 -0.294 -0.072 0.395
O 30.637 -3.836 -1.251 -0.382 0.125 -0.028
O -2.503 5.354 25.135 -0.424 0.006 0.535
O -31.75 -1.419 -1.503 -0.053 0.498 0.15
O 30.21 0.197 21.777 -0.082 0.223 -0.097
O 26.658 -0.407 25.871 0.161 0.328 0.42
O 24.843 -4.491 -6.278 -0.688 0.444 -0.277
O 4.695 -7.021 24.934 -0.292 0.396 0.375
O -5.139 1.682 -6.889 -0.258 -0.074 -0.043
O -23.274 5.377 -4.394 0.49 0.325 0.27
O -29.111 3.199 24.568 -0.367 -0.195 -0.061
O 18.243 3.869 -0.971 0.025 0.266 -0.214
O -32.387 -7.291 -4.038 -0.189 0.597 -0.1
O -22.396 -1.057 -6.059 -0.479 0.131 -0.297
O -1.418 -3.524 -5.843 0.423 -0.34 -0.097
O 14.814 1.14 -1.282 -0.587 0.111 -0.393
O -3.223 -0.03 -6.055 -0.039 -0.208 0.176
O 20.577 -3.784 -3.517 -0.05 -0.105 -0.062
O -17.244 -4.613 -1.296 -0.065 0.138 -0.262
O 29.663 -0.338 -3.603 0.277 -0.149 -0.164
O -30.107 -6.012 -6.375 -0.286 -0.208 0.341
O 18.271 -5.132 -3.364 0.166 -0.449 0.238
O 25.826 -4.476 -1.509 -0.247 0.174 -0.19
O 3.743 -3.556 -1.22 -0.323 -0.344 -0.173
O 6.371 -0.232 -0.922 -0.113 0.57 -0.049
O -23.142 6.414 23.185 0.297 0.094 0.577
O 20.503 1.874 23.25 -0.077 0.167 0.047
O -7.314 5.467 -5.86 -0.121 0.334 0.08
O -13.688 -2.309 -3.654 -0.19 -0.287 -0.558
O -20.518 1.424 23.935 -0.3 -0.312 0.161
O 13.204 -1.917 -0.848 0.599 -0.045 0.037
O 12.204 7.238 -2.472 0.141 -0.319 -0.406
O -25.35 -7.136 25.518 0.172 0.808 0.029
O -21.031 -1.616 -1.442 -0.448 0.401 -0.208
O 5.139 -0.448 25.428 -0.09 -0.105 0.117
O -25.595 7.885 -0.845 -0.088 -0.56 0.148
O 19.949 -1.075 -5.642 -0.597 -0.091 -0.057
O 29.122 -1.089 25.883 0.584 -0.269 0.603
O -31.546 -7.55 -1.516 -0.039 -0.324 0.006
O -14.219 2.385 26.083 0.381 0.449 -0.338
O -3.855 -6.938 -4.411 0.614 0.101 -0.029
O 32.44 -5.525 -0.462 0.304 -0.182 -0.357
O -11.766 -0.632 -3.404 0.089 -0.443 -0.402
O -21.146 -7.242 25.631 -0.771 0.037 0.134
O -6.809 -4.031 -4.081 -0.465 -0.197 -0.095
O -25.051 -2.148 25.502 -0.143 0.141 0.259
O -20.997 -5.379 -3.262 0.556 0.391 -0.061
O -24.054 -4.536 25.373 -0.3 -0.493 0.179
O -21.58 -2.643 21.848 0.158 -0.134 0.154
O 28.718 3.267 25.371 -0.003 0.06 -0.028
O -18.82 -0.123 25.103 0.377 -0.109 0.256
O -29.992 -2.888 -0.416 -0.058 -0.041 -0.28
O -13.326 5.266 25.206 0.226 -0.583 0.275
O -24.362 -6.039 22.99 0.233 -0.057 0.126
O -16.049 4.956 -3.493 -0.007 0.28 -0.876
O 2.178 6.779 -5.286 -0.418 0.345 -0.332
O 6.352 4.545 -0.91 -0.53 0.192 -0.102
O 18.454 -1.205 -1.008 0.766 -0.141 -0.148
O -22.787 -4.717 -1.379 0.299 -0.476 -0.057
O 29.575 -2.872 -3.436 -0.344 -0.175 -0.398
O -17.247 6.391 -1.492 0.633 0.078 0.084
O -18.916 0.451 -5.225 -0.222 -0.254 -0.087
O 9.772 7.374 -1.256 -0.323 0.421 -0.253
O 23.262 -1.882 -0.906 0.433 -0.414 -0.055
O -14.888 -4.282 -2.428 0.21 -0.014 -0.077
O -17.894 -1.927 -5.181 0.442 -0.171 -0.158
O -0.361 -2.852 -3.523 -0.128 0.633 0.362
O -19.7 2.348 -3.602 -0.102 -0.333 -0.122
O -18.177 1.954 -1.453 0.21 -0.062 -0.503
O -2.408 8.113 -0.34 0.001 0.047 -0.383
O -6.838 0.588 -1.704 0.338 -0.232 0.021
O -9.525 6.71 24.449 -0.227 0.446 -0.42
O -4.788 0.229 25.485 -0.133 0.119 -0.391
O -28.731 7.256 -1.224 -0.525 0 0.138
O -9.328 2.113 -5.729 -0.038 -0.21 -0.611
O -5.269 4.383 -7.087 0.311 0.145 -0.475
O 1.057 3.749 23.224 -0.166 -0.344 0.037
O -18.433 2.526 25.038 -0.085 -0.048 0.149
O -16.988 -4.656 24.938 -0.026 -0.565 0.092
O 0.149 0.089 -0.397 0.212 -0.065 -0.205
O -9.136 -6.954 -1.801 0.074 0.204 -0.219
O -7.421 0.909 -4.288 0.273 0.383 -0.295
O -5.85 -2.212 -5.799 0.281 0.347 0.023
O 4.918 6.937 -5.686 -0.054 0.501 0.283
O 15.436 -0.49 25.167 -0.081 0.306 -0.298
O 25.977 7.069 23.556 0.044 0.236 0.681
O -26.322 -5.879 -0.892 0.416 0.412 -0.01
O -19.403 7.304 25.232 -0.147 -0.012 -0.011
O -26.262 7.012 -5.617 -0.089 0.113 -0.253
O 22.833 -7.469 -3.877 0.26 -0.059 -0.263
O 8.838 -2.163 -3.198 -0.302 -0.047 -0.332
O -4.068 -6.246 22.602 -0.064 -0.044 0.14
O -2.507 -6.587 24.536 -0.108 -0.31 -0.437
O 5.908 -4.887 -6.146 0.304 0.106 0.613
O -5.7 -2.276 25.043 -0.445 -0.153 0.231
O -0.361 2.721 25.14 0.078 -0.351 0.663
O 3.007 -6.228 -2.947 0.033 0.169 0.046
O 25.997 -6.977 -2.672 -0.032 0.031 -0.475
O 6.76 3.103 -3.028 0.432 -0.237 0.014
O 31.851 0.866 -1.46 -0.131 -0.502 -0.045
O 14.532 -7.862 -3.132 0.062 0.087 -0.017
O 4.73 6.654 -1 0.211 0.028 -0.146
O -9.987 -0.861 -1.448 0.135 -0.114 -0.558
O 28.076 -5.417 -2.828 0.27 0.106 0.182
O -18.413 4.408 -2.695 -0.217 0.098 -0.014
O 0.42 -5.382 -3.317 0.22 0.183 -0.683
O 7.3 -6.629 -1.447 0.469 -0.488 -0.214
O 27.356 -1.49 -3.73 0.064 0.047 0.078
O 2.108 3.505 25.631 0.208 0.096 0.287
O 17.768 -1.41 25.867 0.116 0.221 0.368
O -10.124 -6.608 -6.706 -0.093 0.158 0.392
O 9.986 6.683 -3.811 0.011 -0.023 -0.23
O -13.495 2.724 -0.378 -0.246 -0.208 -0.173
O 23.702 -6.857 -6.304 0.069 -0.438 -0.197
O 25.013 -1.172 -2.667 0.166 0.172 0.156
O 9.469 -0.508 -5.162 0.194 -0.401 -0.579
O 2.898 6.423 -2.844 -0.221 -0.139 0.002
O 25.795 0.374 -4.754 0.525 0.331 0.278
O -14.423 -1.407 23.235 0.432 0.361 0.057
O -19.721 7.389 -5.675 -0.008 -0.162 0.232
O 22.316 6.93 -2.219 -0.108 -0.43 0.425
O -0.255 -2.847 22.032 0.135 -0.246 0.119
O 9.235 4.459 -4.925 -0.475 -0.021 -0.016
O -8.976 -7.235 23.104 0.153 -0.551 0.461
O 8.182 2.878 -0.107 -0.275 0.197 -0.088
O -14.226 7.699 25.661 0.082 0.433 0.234
O 30.342 2.884 -0.987 0.315 0.267 -0.038
O 17.545 -4.733 -5.896 0.167 0.093 -0.349
O -11.789 -5.667 24.721 0.05 -0.612 -0.059
O -5.611 8.151 21.857 0.081 -0.015 0.205
O 6.487 -2.672 24.874 -0.443 -0.255 -0.106
O 5.486 -5.287 -0.254 -0.034 0.063 -0.437
O 2.59 -2.708 -3.45 -0.144 -0.325 0.16
O -24.117 3.194 -3.267 0.006 -0.022 0.167
O 22.478 -5.113 -4.727 -0.092 -0.094 0.124
O -31.229 4.041 -1.613 0.143 0.264 -0.324
O 18.768 7.77 -3.395 -0.737 0.297 -0.367
O -10.077 4.536 -6.572 -0.278 -0.433 -0.127
O -27.476 6.873 -3.393 0.023 -0.008 -0.027
O 29.43 6.072 -5.159 -0.373 0.323 0.07
O -16.671 2.724 -7.037 0.406 0.382 -0.033
O 16.347 5.469 -0.191 -0.174 -0.151 -0.364
O 1.935 -1.647 -1.172 -0.324 -0.173 -0.407
O 18.322 -3.842 24.899 -0.084 0.056 -0.318
O 24.064 -0.467 25.553 0.053 -0.69 0.119
O 28.562 0.955 24.191 -0.297 -0.143 0.029
O -26.818 2.327 25.201 0.074 0.232 0.216
O 30.875 8.155 -5.717 0.017 0.472 -0.199
O 21.949 -2.696 -5.477 0.319 0.15 0.016
O -15.505 -6.611 -1.387 -0.213 -0.147 -0.343
O 27.746 7.402 -2.056 -0.033 -0.678 0.133
O -24.551 -8.042 -3.153 -0.607 -0.06 -0.144
O -25.494 6.883 24.302 -0.148 -0.072 0.42
O 23.151 -7.057 -1.273 0.444 0.084 -0.263
O -31.363 -4.274 24.654 0.331 -0.085 -0.064
O 23.123 -3.112 -3.164 0.054 -0.21 0.329
O -21.752 5.384 -0.388 -0.095 0.017 -0.282
O 21.031 6.833 -4.461 0.055 0.443 -0.116
O 14.906 -2.353 -5.663 0.646 0.548 0.322
O 28.117 4.027 -1.384 -0.708 0.311 -0.46
O 27.267 -3.468 -5.876 0.452 0.03 0.279
O -28.523 -3.099 22.973 0.043 0.154 -0.149
O 32.355 5.512 -0.406 0.122 0.081 -0.012
O 19.741 -3.568 -6.624 0.139 -0.272 -0.13
O -10.8 -2.222 -6.67 -0.497 0.364 0.549
O -15.526 -2.51 25.358 -0.616 0.425 -0.001
O 25.552 -4.936 25.03 -0.531 -0.238 -0.315
O -32.56 -2.007 24.937 -0.57 0.037 0.403
O 1.405 4.759 -1.123 0.481 0.16 -0.265
O 13.885 5.217 -5.673 -0.239 0.172 0.595
O -0.284 6.808 -1.037 0.299 0.332 -0.069
O 21.568 0.059 -0.247 0.167 0.186 -0.681
O 14.409 6.959 -1.043 -0.004 -0.33 0.037
O -15.079 6.334 23.593 -0.642 0.002 -0.436
O 25.334 1.779 25.975 0.229 0.648 -0.039
O 15.287 -3.89 23.271 0.377 0.129 0.191
O -27.423 -0.531 -3.625 -0.218 -0.113 0.132
O -9.981 4.516 -1.53 0.011 -0.276 -0.392
O 20.713 -7.269 -2.217 0.015 0.667 -0.064
O 13.65 2.57 -5.742 -0.043 -0.761 -0.158
O -21.295 1.343 -5.465 -0.304 0.458 -0.29
O -16.415 0.022 -0.632 0.014 -0.058 -0.588
O -25.299 0.293 24.793 0.584 0.222 -0.298
O 25.191 1.95 -1.282 0.283 0.069 -0.588
O -11.69 7.283 25.77 -0.008 0.559 -0.132
O -19.206 2.906 -6.155 -0.177 0.449 0.1
O 3.454 -1.569 -5.695 0.24 0.27 0.338
O -25.618 1.108 -2.763 -0.003 0.176 -0.295
O 2.884 2.93 -0.135 0.083 -0.064 -0.275
O -25.192 -4.622 -5.645 0.227 -0.238 0.227
O 31.851 5.033 -4.842 0.198 -0.381 0.033
O -9.888 1.159 23.838 0.068 0.712 0.105
O -29.921 8.052 -3.434 -0.135 0.113 -0.255
O 9.664 -3.945 -1.381 0.627 -0.103 -0.488
O -2.456 0.266 -3.553 0.186 0.204 0.48
O -12.065 6.043 -1.146 -0.205 -0.369 0.037
O -7.537 6.563 22.663 0.154 0.3 0.178
O -24.674 5.716 -2.214 -0.1 0.061 0.148
O -20.968 -7.045 -1.355 -0.244 0.265 -0.167
O -11.567 5.489 -3.588 0.315 0.508 -0.385
O -0.854 -0.944 -5.31 0.316 0.121 -0.035
O -19.032 -2.879 -0.446 -0.065 -0.134 -0.521
O -27.926 6.614 22.927 0.847 -0.193 0.192
O -16.021 -5.374 -6.075 0.551 0.082 0.183
O 16.663 -6.847 -4.414 0.326 -0.213 -0.278
O -15.068 4.552 -1.212 0.003 0.762 -0.035
O -13.543 -6.125 22.763 0.132 0.145 -0.193
O 19.099 2.98 -3.278 0.12 -0.26 -0.255
O -19.581 -5.182 25.084 0.079 -0.047 0.419
O -31.582 1.888 -3.066 0.276 0.155 -0.156
O 5.368 2.594 -5.104 -0.393 -0.35 0.011
O -25.719 -1.728 22.98 -0.092 -0.657 0.076
O 19.207 7.512 -6.075 -0.744 0.034 -0.468
O 28.788 -6.066 -5.311 0.383 0.387 -0.112
O -29.736 -3.605 -5.622 -0.337 -0.222 0.072
O 1.077 -6.581 -1.172 -0.357 0.415 -0.243
O 7.701 1.437 -4.894 -0.217 -0.01 -0.065
O -28.214 1.214 23.165 0.101 -0.341 0.321
O 16.442 -0.681 -2.597 -0.479 -0.535 -0.135
O 27.295 3.492 -6.159 0.039 0.329 0.054
O -27.858 -6.943 -2.682 0.199 -0.153 -0.316
O 26.916 0.144 -0.402 0.101 0.136 -0.086
O -8.187 2.691 -0.745 0.341 0.163 -0.259
O -3.299 -2.114 -3.256 0.489 0.117 0.063
O 9.771 1.442 -1.393 -0.2 -0.036 -0.413
O 10.667 -5.025 -4.399 0.012 0.083 -0.393
O 10.748 -2.537 25.479 -0.197 0.296 0.322
O -1.957 3.302 -3.513 0.289 0.174 -0.086
O 5.383 5.453 -3.16 -0.047 -0.206 -0.282
O 31.153 1.731 -3.915 0.231 0.293 -0.191
O 1.13 -7.948 -3.483 -0.294 0.03 -0.347
O 18.239 -7.167 -1.149 -0.157 -0.013 -0.292
O 16.123 3.193 -5.259 0.102 0.066 0.092
O 19.616 1.656 -1.032 -0.088 -0.019 -0.236
O 19.639 6.971 -1.022 -0.012 -0.49 -0.201
O 8.52 -3.74 26.019 0.169 0.136 0.339
O -3.035 -5.569 -6.597 0.316 0.019 -0.058
O -32.554 -6.72 -6.651 -0.76 0.132 -0.177
O 32.173 1.633 22.701 0.41 0.191 0.004
O -10.901 -5.374 -0.7 0.185 0.032 -0.496
O -30.472 -6.696 25.146 0.536 -0.005 0.18
O -1.776 3.789 23.217 0.05 0.08 -0.463
O -9.944 7.028 -2.339 -0.014 -0.015 0.33
O 22.499 1.485 24.841 0.565 0.191 0.422
O -19.619 -2.737 -3.399 0.566 -0.104 0.2
O -0.361 -4.074 -1.144 0.477 -0.205 0.112
O 2.862 -8.111 -0.14 0.022 0.009 -0.346
O -24.918 3.024 -0.412 -0.116 0.051 -0.211
O 12.734 3.855 -1.178 0.452 0.132 -0.21
O -20.334 3.393 -1.29 0.029 -0.022 -0.362
O -6.267 3.273 -4.967 -0.132 -0.219 0.018
O 4.34 1.277 -1.274 -0.146 0.339 -0.603
O 26.793 5.56 -0.009 -0.02 -0.197 -0.185
O 0.46 5.828 -3.344 -0.421 -0.34 -0.379
O -18.089 1.047 22.911 -0.13 -0.162 0.322
O 9.904 -7.217 -5.666 -0.265 -0.425 0.029
O -9.173 -4.948 24.207 0.003 0.393 0.072
O 8.253 -6.121 -3.89 -0.421 0.152 -0.285
O -32.04 6.599 -3.141 0.175 -0.129 0.373
O -6.06 -6.321 -3.185 -0.627 -0.208 -0.077
O 5.788 0.655 -3.357 -0.027 -0.513 -0.173
O 6.2 4.107 23.205 -0.142 0.252 0.564
O -1.567 1.892 -1.258 0.036 -0.32 -0.489
O -18.812 -2.719 24.9 0.103 0.22 0.208
O 17.146 1.785 -2.117 -0.148 -0.038 -0.103
O 16.132 5.098 -7.002 0.09 0.328 -0.492
O 25.396 7.608 -0.823 -0.742 -0.017 -0.209
O 15.733 -4.421 -4.107 -0.045 0.032 0.41
O 16.464 -0.031 0.177 0.052 0.055 -0.018
O -23.099 7.429 -1.112 0.166 0.186 -0.247
O 28.738 1.998 -2.927 -0.699 -0.205 -0.156
O 11.18 -5.517 -0.132 -0.114 -0.078 -0.151
O 14.296 -2.483 -3.144 0.443 0.862 -0.064
O 26.945 -4.337 22.957 0.586 -0.138 -0.151
O 4.119 -6.616 -5.285 0.133 -0.309 -0.126
O 7.929 -2.264 -0.682 0.227 -0.245 0.238
O -14.347 -4.857 25.007 -0.136 -0.192 0
O 24.865 2.735 -5.73 -0.231 0.043 0.197
O -6.654 5.299 -3.3 0.353 -0.273 0.21
O -8.817 4.109 -4.259 -0.113 0.432 0.58
O 21.511 5.368 -0.11 -0.235 -0.236 -0.118
O -7.327 5.483 24.968 0.478 -0.509 0.211
O 16.409 -5.536 -0.259 -0.022 -0.044 -0.775
O 6.96 -7.991 25.815 0.125 -0.215 -0.144
O 7.971 5.398 -2.806 0.229 0.118 0.549
O 21.619 -5.298 -0.19 0.048 0.223 -0.224
O -5.091 -7.305 -6.778 -0.134 0.31 0.093
O -23.993 6.319 -6.716 0.248 -0.056 -0.641
O 29.271 -1.398 23.386 -0.001 -0.464 0.291
O -11.451 3.294 -4.779 -0.093 -0.535 -0.329
O -0.124 -6.398 25.471 -0.017 0.353 0.187
O -30.855 4.89 -4.881 -0.116 0.153 -0.402
O -13.644 3.847 -3.384 0.229 -0.269 -0.015
O 21.121 4.622 -3.175 -0.015 -0.352 0.727
O -8.791 -1.057 22.849 0.54 -0.121 0.132
O -11.972 1.186 25.51 0.339 0.29 0.369
O -6.849 -6.217 24.551 0.255 0.012 -0.275
O 0.184 5.307 25.197 0.524 0.369 -0.287
O -1.387 1.722 -5.453 0.518 0.224 -0.376
O -2.505 -8.046 -6.275 0.292 -0.517 0.421
O 28.406 8.012 -6.607 -0.249 -0.295 -0.11
O 10.494 -7.205 -3.068 0.321 0.412 0.446
O 25.86 -4.652 -3.974 -0.398 -0.107 -0.074
O -23.351 3.718 -6.389 0.37 -0.398 0.471
O -26.433 -4.743 -3.272 0.593 0.274 0.21
O 27.233 -5.676 0.069 -0.087 -0.091 -0.046
O -3.655 3.15 -5.405 -0.092 0.099 0.331
O -7.666 -7.594 -6.25 0.202 0.098 0.335
O -28.673 5.613 25.31 0.23 0.013 0.415
O 13.081 -1.344 25.807 -0.134 0.334 0.309
O 2.168 -7.299 24.616 -0.085 -0.343 0.044
O -2.93 2.033 24.835 -0.348 0.025 -0.185
O -24.447 -2.943 -0.369 -0.139 0.176 -0.27
O 16.21 3.441 25.482 -0.524 -0.085 0.091
O 32.245 2.762 25.011 -0.455 0.05 0.306
O 19.497 -4.021 -1.18 -0.426 -0.013 -0.258
O -22.259 -3.105 -3.351 -0.173 0.247 -0.052
O 28.143 -5.042 25.384 0.551 0.126 -0.348
O -28.894 -1.146 -5.642 0.038 0.24 -0.341
O 28.655 -1.502 -1.428 0.126 -0.185 0.076
O -12.605 -3.49 -1.474 0.109 0.161 -0.436
O -27.643 0.504 -1.172 -0.135 -0.113 -0.261
O -25.908 -1.313 -1.636 -0.08 -0.345 -0.626
O -16.779 0.123 -3.718 -0.282 -0.03 0.548
O 18.883 5.368 -4.425 -0.618 -0.018 -0.149
O -3.614 -2.954 -7.117 0.489 0.341 -0.361
O -18.978 8.015 -0.395 0.135 0.09 -0.136
O -29.702 2.053 -1.15 -0.241 0.034 0.166
O 6.749 -5.39 25.088 0.107 -0.058 -0.544
O 11.475 -0.062 -0.398 -0.163 0.181 0.314
O -10.946 2.929 21.964 -0.153 0.205 0.111
O 32.23 -3.044 -3.193 0.268 -0.296 -0.265
O -30.116 7.339 24.017 -0.224 -0.175 -0.043
O -21.689 8.081 21.963 0.017 0.024 0.14
O -32.437 7.857 25.044 0.22 -0.048 0.828
O 14.633 -8.093 25.986 0.204 0.001 -0.378
O -24.403 4.518 24.644 -0.424 -0.195 -0.019
O 22.805 -7.209 23.282 -0.217 0.261 0.387
O -1.099 4.472 -1.489 -0.056 0.381 0.529
O -14.711 -1.891 -1.325 0.145 0.2 -0.123
O -5.23 5.398 -0.422 -0.091 0.145 -0.5
O -31.366 -1.73 -6.426 -0.49 0.243 0.273
O 21.087 7.089 23.377 -0.25 -0.238 0.473
O -21.148 -1.382 25.149 -0.641 -0.171 -0.249
O 29.224 -7.238 -0.68 0.189 0.124 -0.014
O -17.821 -7.16 -5.385 0.395 -0.015 -0.194
O -18.147 5.121 24.882 -0.312 -0.252 -0.243
O -9.07 4.51 23.04 0.37 -0.124 0.263
O 15.106 -3.072 25.743 0.322 -0.308 0.161
O -17.837 6.759 -4.023 0.152 -0.042 -0.286
O -7.67 -5.372 22.133 -0.39 -0.519 -0.485
O 29.822 -5.684 22.246 0.067 0.065 0.353
O 32.544 -0.425 -3.645 -0.261 -0.02 -0.395
O 3.466 7.1 25.733 0.025 -0.375 -0.173
O 10.582 -5.161 25.278 0.096 -0.059 -0.414
O -8.22 -2.574 -0.51 -0.026 0.106 -0.372
O 12.061 6.869 24.39 0.049 -0.032 0.497
O -15.359 1.985 -4.921 0.344 0.655 0.097
O 23.254 2.032 -3.083 -0.028 0.096 0.062
O 4.097 -4.317 25.623 0.486 0.029 -0.107
O 6.707 1.987 24.609 -0.094 0.212 0.321
O -29.43 2.985 -6.075 0.356 -0.506 0.024
O -11.693 1.13 -1.436 -0.166 0.224 -0.377
O -10.722 -2.684 21.99 0.039 -0.027 0.504
O 25.606 5.208 -5.333 0.442 0.422 -0.293
O -9.803 1.023 -3.314 0.028 0.233 0
O -16.677 -5.777 -3.559 -0.085 -0.297 -0.005
O 29.901 4.293 -3.292 0.125 0.311 0.038
O 21.124 -7.017 -5.929 -0.367 0.483 0.211
O 18.821 -0.107 -3.488 0.309 0.25 -0.204
O -3.839 -0.528 -1.295 0.03 0.606 -0.001
O -28.448 -4.596 -1.564 -0.54 0.3 -0.526
O -24.098 -7.593 -5.586 0.188 0.283 -0.214
O -29.872 5.317 21.945 -0.108 -0.133 0.025
O 30.617 -5.173 -3.576 0.524 -0.374 -0.493
O -9.742 -7.549 -4.413 -0.253 0.16 -0.124
O -30.707 -2.007 -3.866 0.496 -0.187 0.182
O 15.211 1.163 -3.921 -0.071 -0.571 -0.2
O 20.631 3.304 25.469 -0.098 0.352 -0.223
O -2.482 -2.634 -0.435 0.138 -0.128 -0.572
O -20.406 -2.882 -5.816 -0.186 -0.371 -0.176
O -9.392 -0.392 -5.537 -0.061 0.087 -0.025
O -21.52 5.667 -6.403 0.216 -0.11 0.251
O 13.09 -7.1 -1.018 -0.045 0.236 -0.199
O 29.898 3.655 -5.951 0.324 -0.156 -0.113
O -28.377 -3.548 25.487 0.416 -0.438 -0.147
O -22.031 -7.718 -3.788 -0.105 -0.713 -0.301
O 25.523 6.732 -3.257 0.203 0.017 -0.138
O -13.651 8.054 -0.512 0.005 -0.009 -0.449
O -8.396 -0.322 25.384 0.437 0.028 -0.019
O 1.107 -2.73 -5.648 0.001 0.055 -0.427
O 4.807 8.104 -3.209 0.24 0.061 -0.319
O 27.14 -2.697 24.863 -0.022 0.432 -0.058
O -14.35 -0.059 25.415 -0.629 0.346 0.132
O 12.238 -7.68 -6.881 -0.051 -0.019 0.262
O -31.694 0.479 24.607 0.314 0.315 -0.128
O -16.773 7.404 25.354 0.048 0.134 0.535
O -24.607 1.398 -7.057 0.132 0.084 0.725
O -16.571 0.141 -6.309 0.157 -0.277 -0.404
O 29.603 -7.545 -3.25 0.61 -0.149 -0.239
O 18.222 3.502 -6.966 0.006 0.382 -0.01
O 20.387 3.525 -5.511 0.449 0.219 -0.309
O -31.132 4.543 25.521 -0.261 0.159 0.468
O -29.991 -1.587 24.698 0.251 -0.103 -0.111
O 30.368 7.43 25.627 -0.406 -0.344 -0.123
O -21.277 -0.683 -3.779 0.365 0.406 0.072
O -3.549 3.615 -1.394 -0.219 -0.449 -0.323
O -23.519 -5.606 -3.756 -0.332 0.222 -0.325
O 3.599 -4.624 23.043 -0.258 -0.676 0.011
O -9.637 7.128 -6.566 -0.085 0.081 0.038
O 23.344 5.564 -4.199 -0.002 0.002 -0.334
O -23.463 0.719 -4.203 -0.35 -0.146 -0.25
O -13.003 -2.207 25.566 -0.191 -0.366 0.127
O -6.102 7.863 25.583 0.073 -0.065 -0.163
O -27.725 -5.229 -5.422 0.056 -0.577 -0.035
O 4.324 -1.2 -2.235 0.33 -0.075 -0.167
O 5.626 -5.799 -3.339 -0.365 0.189 0.066
O 8.946 1.937 26.053 0.167 0.316 -0.122
O 14.477 -5.603 25.117 0.12 -0.208 -0.317
O -7.112 -1.522 -3.528 0.01 -0.295 0.448
O 11.523 4.095 -6.149 -0.296 0.229 -0.416
O -4.733 -4.131 -2.384 0.144 -0.165 0.239
O 18.235 -2.631 -3.115 -0.461 -0.123 -0.669
O -1.399 4.384 -5.898 0.335 0.072 0.217
O -14.204 0.286 -3.223 0.199 -0.015 0.35
O 18.972 1.3 -5.82 -0.332 -0.269 -0.171
O -25.901 4.818 -4.265 -0.133 -0.387 -0.133

Results
total energy: -406618.993 eV
total energy less fixed offsets of O -438.25, Si -107.07 eV per atom: -6.193 eV
